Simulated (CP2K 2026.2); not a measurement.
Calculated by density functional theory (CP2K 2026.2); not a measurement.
Periodic cell of 1150 atoms, Si864O286, from a study of silicon, its oxide and their interface. The atomic structure is a simulated model.
Doubt: the forces sum to 1.31 eV/angstrom along one axis rather than to zero, so they err by at least 0.0011 eV/angstrom per atom on average; the grid cutoff is modest.

Settings: functional PBE; method Gaussian and plane waves; basis set DZVP-MOLOPT-SR-GTH; pseudopotentials GTH-PBE; grid cutoff 350 Ry, relative cutoff 50 Ry; k points Gamma only; occupations fixed; spin none; net charge 0.

Cell vectors (angstrom)
a, 32.64, 0, 0
b, 0, 16.32, 0
c, 2.6928, 3.1461, 39.065

Atoms and the computed forces on them: element, x, y, z (angstrom), force x, y, z (eV/angstrom)
Si, 5.0903, 14.5082, 37.7266, -0.0867, 0.0487, 0.1816
Si, 4.4169, 5.3914, 37.5394, -0.0208, 0.1202, -0.0156
Si, 34.0008, 5.4233, 37.9336, -0.288, -0.3078, 0.4455
Si, 34.5885, 10.7906, 37.4073, -0.0929, -0.0567, 0.1413
Si, 30.1908, 9.1542, 0.3911, 0.1179, 0.1206, 0.5218
Si, 32.5673, 15.4096, 0.6196, 0.0155, -0.0497, -0.0423
Si, 7.449, 18.4292, 38.6056, -0.4092, 0.1646, 0.4223
Si, 5.4195, 0.7827, 0.8534, -0.0146, -0.0257, -0.0201
Si, 3.6554, 2.358, 0.8638, 0.2299, -0.3313, 0.5018
Si, 8.045, 7.8204, 38.83, 0.2086, -0.0361, 0.153
Si, 3.8459, 9.3775, 0.6596, -0.0017, 0.0317, -0.0115
Si, 7.1928, 11.7493, 1.6965, 0.1262, -0.1158, 0.0249
Si, 9.7947, 15.4104, 0.7417, -0.022, -0.0355, 0.0062
Si, 18.2761, 5.3446, 34.7268, -0.1908, -0.2668, -0.6322
Si, 7.6779, 1.4112, 0.3671, -0.5154, -0.1409, 0.2716
Si, 11.481, 5.5518, 0.5912, 0.0164, -0.4892, 0.465
Si, 8.1711, 9.8059, 0.7538, -0.3739, 0.6476, 0.3539
Si, 11.0844, 10.7864, 0.7666, 0.2086, 0.3985, 0.5046
Si, 14.8658, 13.9939, 1.4203, 0.2359, -0.1908, 0.5658
Si, 22.0326, 18.1211, 38.9363, 0.0255, 0.0491, 0.1074
Si, 13.1111, 3.7139, 0.4083, -0.5188, -0.0898, 0.3504
Si, 16.0406, 4.9992, 0.8637, 0.2226, 0.1012, 0.6809
Si, 13.092, 8.4199, 0.707, 0.1975, 0.064, 0.6827
Si, 16.4088, 12.0679, 1.2864, -0.6782, 0.0805, 0.3922
Si, 16.8948, 0.6069, 0.2163, 0.1452, 0.4241, 0.4625
Si, 28.499, 17.9847, 36.8809, -0.0865, -0.0772, 0.1079
Si, 18.0752, 2.7011, 0.1091, -0.1925, -0.566, 0.0708
Si, 22.3574, 6.6819, 0.7748, -0.0925, -0.0124, 0.1224
Si, 20.0747, 8.7993, 0.6791, 0.0454, -0.0223, 0.0601
Si, 23.7629, 12.2753, 0.7358, -0.0969, 0.2265, -0.4445
Si, 29.7868, 3.6068, 38.9607, -0.0159, 0.0903, 0.0778
Si, 30.0486, 0.7924, 0.1387, 0.2981, 0.3634, -0.1163
Si, 25.6856, 3.1886, 0.6305, -0.0622, -0.1139, 0.1231
Si, 30.4092, 8.8972, 2.7561, 0.0178, 0.0518, -0.0848
Si, 26.1954, 10.2296, 1.1777, 0.5154, 0.2431, 0.3057
Si, 31.544, 12.7808, 0.968, 0.0617, -0.1505, 0.1228
Si, 0.8053, 0.575, 3.0542, 0.1469, 0.1373, 0.5817
Si, 2.552, 2.1984, 2.9654, 0.0964, -0.0049, -0.0662
Si, 0.4817, 5.314, 2.5415, 0.3702, -0.5628, 0.2186
Si, 2.371, 7.8905, 2.7368, 0.3682, 0.1787, 0.7673
Si, 32.0679, 10.6012, 2.9917, -0.0149, -0.2348, 0.4699
Si, 3.3017, 14.1569, 2.9212, 0.264, 0.1657, 0.4819
Si, 5.0812, 15.8904, 2.8861, 0.0247, -0.0662, 0.0416
Si, 8.6973, 3.1827, 2.8296, 0.235, 0.2184, 0.5818
Si, 6.0839, 5.8352, 2.6443, -0.065, 0.2052, 0.5206
Si, 7.6005, 7.7203, 2.8756, -0.0459, -0.2464, 0.5284
Si, 5.5021, 10.8717, 2.9541, 0.3026, 0.3924, 0.4335
Si, 8.3602, 13.4444, 2.8415, -0.4192, -0.2527, 0.3287
Si, 11.3998, 0.5098, 2.8306, 0.1909, 0.2007, 0.5569
Si, 12.9886, 2.3185, 2.5141, -0.0585, 0.0144, -0.0297
Si, 10.3779, 4.9935, 2.6699, -0.0107, 0.0315, -0.0373
Si, 14.0738, 8.7363, 2.8207, -0.0095, 0.0166, -0.0154
Si, 11.5822, 11.5196, 2.9053, 0.0095, -0.0011, -0.0053
Si, 13.2736, 13.2573, 2.9969, -0.0454, -0.0295, -0.0461
Si, 16.0026, 16.0362, 2.3338, -0.0335, -0.0179, 0.0181
Si, 19.4858, 3.2115, 2.9373, 0.1749, 0.238, 0.6275
Si, 16.7526, 5.8239, 2.9284, 0.0111, -0.0159, -0.0126
Si, 18.4344, 7.569, 2.8943, -0.1356, -0.1209, 0.605
Si, 15.7603, 10.4813, 2.9055, -0.0797, -0.0103, -0.0595
Si, 18.8741, 13.5911, 2.5622, 0.0646, 0.0818, 0.7325
Si, 22.3265, 0.5176, 2.8879, 0.0398, 0.206, 0.6269
Si, 23.981, 2.2376, 2.9103, -0.1129, -0.0874, 0.6165
Si, 21.1715, 4.9405, 2.9611, -0.131, -0.1799, 0.6512
Si, 24.4967, 8.0881, 2.7036, -0.07, 0.1314, 0.6117
Si, 21.5866, 10.875, 2.5489, 0.1568, -0.0385, 0.6917
Si, 24.8622, 14.0648, 2.9347, 0.2617, 0.1222, 0.5114
Si, 26.6122, 15.734, 2.8628, -0.1845, -0.0924, 0.6948
Si, 29.6069, 2.7685, 2.3349, -0.2632, 0.169, 0.4708
Si, 27.1122, 5.2169, 2.7406, -0.1041, 0.0738, 0.5715
Si, 29.0308, 5.3234, 0.6161, -0.0096, -0.0495, 0.0663
Si, 27.534, 11.2971, 2.8432, -0.0684, -0.0442, -0.0262
Si, 29.3309, 12.9486, 2.8875, -0.1648, -0.0096, 0.5267
Si, 31.596, 1.5418, 4.0981, -0.0014, -0.3956, 0.325
Si, 1.5341, 3.9618, 4.1007, 0.0118, 0.0578, 0.0173
Si, 31.0761, 6.9596, 4.0207, -0.2469, 0.4095, 0.4029
Si, 1.2743, 9.5385, 4.0358, 0.0194, 0.0057, -0.0043
Si, 31.0928, 12.2135, 4.3357, -0.0671, 0.0133, -0.0275
Si, 1.5415, 15.0195, 4.2203, 0.03, 0.0043, -0.0977
Si, 4.1655, 1.2119, 4.2981, 0.0092, -0.0164, 0.0039
Si, 6.935, 4.1537, 4.0704, -0.0405, -0.0248, -0.0676
Si, 4.1786, 6.7929, 3.8694, 0.0197, 0.0149, -0.0007
Si, 6.7787, 9.435, 4.2775, 0.0781, 0.05, -0.0942
Si, 4.1542, 12.3304, 4.1572, -0.0554, 0.011, -0.0326
Si, 6.872, 14.8698, 4.05, -0.0194, 0.0022, -0.0351
Si, 9.6467, 1.4473, 4.1091, 0.0095, -0.0198, -0.035
Si, 12.1315, 4.0192, 3.9574, 0.0038, 0.0155, 0.056
Si, 9.4746, 6.7726, 3.9687, 0.0099, 0.0337, -0.0256
Si, 12.3799, 9.6723, 4.1524, -0.0256, -0.0133, -0.0103
Si, 9.7427, 12.2465, 4.2276, 0.025, -0.008, -0.0313
Si, 12.255, 15.03, 4.1424, -0.0452, 0.0065, 0.0145
Si, 14.8378, 1.3143, 3.7322, -0.0037, 0.0114, -0.0052
Si, 17.7287, 4.1309, 4.2092, 0.0366, -0.0372, -0.084
Si, 14.9865, 6.9023, 4.0537, -0.0042, -0.0087, -0.0666
Si, 17.5413, 9.4411, 4.0618, 0.0496, -0.028, -0.0487
Si, 14.8663, 12.1582, 4.3191, 0.0973, 0.0215, -0.0111
Si, 17.5625, 15.0261, 3.8793, 0.0064, -0.0511, -0.0353
Si, 20.4574, 1.4014, 4.0628, 0.0132, -0.0452, -0.0702
Si, 23.0149, 4.0125, 4.1124, 0.0074, 0.0436, -0.0824
Si, 20.2316, 6.7108, 4.1884, 0.0308, 0.0071, -0.0784
Si, 23.0581, 9.5405, 3.9065, 0.0064, 0.0006, -0.0423
Si, 20.3254, 12.291, 3.9342, -0.0261, -0.0022, -0.0794
Si, 23.1351, 15.0346, 4.166, -0.042, -0.0094, -0.0903
Si, 25.7378, 1.2384, 4.1166, 0.043, 0.0289, -0.1036
Si, 28.453, 3.9016, 4.0998, 0.0134, -0.0812, -0.0445
Si, 25.7946, 6.6924, 4.0387, 0.0376, 0.0095, -0.0199
Si, 28.5885, 9.6235, 4.0942, 0.0004, 0.0092, 0.0378
Si, 25.8594, 12.3074, 4.1453, -0.0181, 0.0296, -0.0376
Si, 28.492, 14.8762, 4.0085, -0.0033, 0.0582, -0.0863
Si, 29.9698, 16.3838, 5.2162, 0.0378, 0.0154, -0.0334
Si, 32.7427, 2.8413, 5.6099, 0.007, 0.0082, -0.0308
Si, 29.7843, 5.4619, 5.3707, 0.0594, -0.0318, -0.0648
Si, 32.6219, 8.1325, 5.4385, -0.0878, -0.0113, -0.0894
Si, 29.8411, 10.8284, 5.6919, -0.0478, -0.0733, -0.0518
Si, 32.6354, 13.6499, 5.4048, 0.0157, 0.0106, 0.0612
Si, 2.7978, 16.2992, 5.7223, -0.0181, 0.0381, -0.0292
Si, 5.5483, 2.7401, 5.4029, 0.0172, 0.0328, -0.0027
Si, 2.8692, 5.4351, 5.3411, -0.004, 0.0161, 0.0024
Si, 5.3465, 8.1054, 5.5044, -0.0039, -0.0573, -0.0036
Si, 2.6796, 10.9163, 5.3738, 0.0162, 0.0096, 0.0111
Si, 5.5677, 13.5768, 5.5481, -0.0018, 0.0356, -0.0167
Si, 8.2035, 16.3474, 5.3565, -0.0141, -0.0172, 0.0239
Si, 10.9333, 2.7598, 5.5452, 0.0077, 0.0187, -0.0377
Si, 8.2076, 5.495, 5.5161, 0.0051, -0.0053, -0.0207
Si, 10.9079, 8.1736, 5.2853, -0.0019, 0.0135, -0.0023
Si, 8.2845, 10.8234, 5.4634, -0.0472, 0.04, -0.026
Si, 10.9104, 13.7259, 5.582, 0.0279, -0.0258, 0.0118
Si, 13.6908, 16.3554, 5.4034, -0.0441, 0.0496, 0.0112
Si, 16.229, 2.6541, 5.2316, -0.0028, -0.0295, -0.0002
Si, 13.5581, 5.4352, 5.2528, -0.0049, -0.0014, -0.0308
Si, 16.2657, 8.1702, 5.5664, 0.0152, -0.0038, -0.0125
Si, 13.5718, 10.8883, 5.742, -0.0289, -0.0003, -0.0584
Si, 16.342, 13.6292, 5.3856, -0.0103, 0.0109, 0.008
Si, 18.9824, 16.3308, 5.2831, 0.0118, -0.006, 0.0149
Si, 21.7332, 2.6914, 5.5676, 0.0114, 0.002, -0.0115
Si, 18.9952, 5.4226, 5.6809, -0.0021, -0.018, -0.015
Si, 21.7204, 8.1569, 5.3265, -0.0026, 0.0301, 0.0291
Si, 18.9924, 10.8679, 5.2997, -0.0101, 0.0091, 0.0362
Si, 21.693, 13.6079, 5.349, 0.0125, -0.0214, 0.0214
Si, 24.4506, 16.3024, 5.6165, 0.0313, 0.0096, -0.0136
Si, 27.1104, 2.5992, 5.457, -0.0218, 0.0387, 0.0326
Si, 24.4216, 5.3841, 5.4126, 0.0044, -0.0207, 0.0223
Si, 27.1818, 8.1356, 5.3276, 0.0512, -0.0253, -0.0233
Si, 24.413, 10.8813, 5.3383, -0.0099, -0.0178, 0.0133
Si, 27.2111, 13.6093, 5.5565, -0.0037, 0.0084, 0.0049
Si, 31.269, 15.0363, 6.7187, 0.0019, 0.0483, 0.0193
Si, 1.3941, 1.3973, 6.9389, 0.0084, -0.0272, 0.049
Si, 31.2475, 4.1932, 6.7824, -0.0131, 0.0266, 0.0094
Si, 1.4131, 6.7655, 6.7245, 0.0395, -0.0101, -0.0161
Si, 31.282, 9.4429, 6.8804, -0.011, 0.0191, 0.0134
Si, 1.3339, 12.2521, 6.7737, -0.0196, -0.0331, -0.0118
Si, 4.1843, 14.9043, 6.9459, 0.0084, -0.018, -0.0333
Si, 6.8727, 1.3721, 6.7767, -0.0046, -0.0089, 0.0153
Si, 4.1576, 4.0804, 6.771, -0.0219, 0.0067, 0.0317
Si, 6.7834, 6.8024, 6.8463, -0.0073, -0.0141, 0.0095
Si, 4.0118, 9.5379, 6.7903, -0.012, 0.0192, -0.0177
Si, 6.9085, 12.1816, 6.8439, -0.0181, 0.0316, -0.0062
Si, 9.4923, 15.0341, 6.8548, -0.0233, 0.0181, -0.0214
Si, 12.3062, 1.3569, 6.8112, 0.016, 0.0031, 0.0081
Si, 9.5494, 4.1105, 6.8669, -0.0248, -0.0009, -0.0163
Si, 12.2454, 6.7962, 6.6868, -0.0022, 0.0229, 0.0193
Si, 9.6028, 9.4589, 6.8024, 0.0082, 0.0115, -0.0015
Si, 12.215, 12.3206, 6.9518, 0.0147, 0.0368, -0.028
Si, 14.9985, 14.9748, 6.7841, 0.0379, -0.0248, -0.0006
Si, 17.6274, 1.3637, 6.6772, -0.0002, -0.0206, -0.0109
Si, 14.9248, 4.0655, 6.6496, 0.0055, -0.006, -0.0095
Si, 17.6218, 6.8229, 6.9176, -0.0004, -0.0179, 0.0398
Si, 14.9603, 9.5056, 6.9666, 0.0362, -0.015, 0.0088
Si, 17.6841, 12.2298, 6.7317, 0.0074, 0.0176, 0.012
Si, 20.3318, 14.971, 6.7069, -0.0289, -0.0131, -0.0077
Si, 23.0885, 1.3534, 6.9119, -0.0048, 0.0035, 0.0832
Si, 20.3948, 4.0529, 6.9229, -0.0075, -0.0131, 0.0575
Si, 23.0739, 6.7974, 6.736, 0.0016, 0.0111, -0.0194
Si, 20.3645, 9.5251, 6.7034, 0.0217, -0.0005, -0.0205
Si, 23.0734, 12.2498, 6.7229, 0.007, -0.0028, -0.0065
Si, 25.8481, 14.95, 6.8997, 0.0161, 0.0109, 0.0557
Si, 28.5856, 1.3041, 6.7302, 0.0097, -0.0202, 0.0035
Si, 25.7772, 4.026, 6.785, 0.0247, 0.0083, 0.0108
Si, 28.4709, 6.7883, 6.7816, -0.0256, -0.0142, 0.0224
Si, 25.8021, 9.5135, 6.6957, -0.0107, 0.008, 0.0018
Si, 28.5081, 12.2467, 6.9445, 0.0099, 0.0257, 0.0359
Si, 32.6085, 16.3331, 8.1778, -0.0058, -0.0029, -0.0032
Si, 2.7905, 2.7675, 8.1992, 0.0255, -0.0029, 0.0068
Si, 32.6592, 5.4755, 8.1417, 0.003, 0.0211, 0.0225
Si, 2.6931, 8.1526, 8.149, 0.003, 0.0039, -0.0169
Si, 32.6433, 10.8746, 8.1648, -0.0019, -0.0075, -0.0033
Si, 2.7265, 13.5524, 8.187, -0.007, -0.0071, 0.0107
Si, 5.5226, 16.3462, 8.2006, 0.0152, 0.0341, 0.0062
Si, 8.1936, 2.7215, 8.1865, -0.013, -0.0159, 0.0002
Si, 5.4634, 5.4195, 8.1939, 0.0064, -0.0025, 0.0043
Si, 8.182, 8.1603, 8.1664, -0.0176, -0.0051, 0.0047
Si, 5.4484, 10.8541, 8.1442, 0.0384, -0.0215, -0.0033
Si, 8.1897, 13.6083, 8.2049, -0.0193, 0.0124, -0.0148
Si, 10.9096, 16.3544, 8.1815, -0.0015, 0.0083, 0.0063
Si, 13.6357, 2.7475, 8.1385, -0.0081, 0.0258, 0.0008
Si, 10.9232, 5.4829, 8.159, 0.0173, 0.0301, -0.01
Si, 13.5622, 8.1046, 8.1842, -0.0376, -0.0392, -0.0089
Si, 10.8746, 10.8726, 8.2128, -0.0173, -0.0058, -0.0207
Si, 13.643, 13.6574, 8.2118, -0.0049, -0.0012, 0.0172
Si, 16.3459, 16.3327, 8.1337, 0.0105, 0.026, -0.0098
Si, 18.9686, 2.6759, 8.1502, -0.0111, -0.0133, -0.0058
Si, 16.2489, 5.3925, 8.1412, -0.0194, -0.0434, -0.0066
Si, 19.0434, 8.1995, 8.1635, 0.0105, 0.0138, -0.0005
Si, 16.3557, 10.9143, 8.1916, 0.0088, 0.0306, 0.0042
Si, 19.0286, 13.5927, 8.109, 0.008, 0.0005, 0.0028
Si, 21.6833, 16.2838, 8.1543, -0.0045, -0.0144, 0.0011
Si, 24.459, 2.7207, 8.2184, 0.0068, 0.0012, 0.0091
Si, 21.7658, 5.4618, 8.1845, 0.0234, -0.0132, 0.0069
Si, 24.4546, 8.1541, 8.0904, 0.0014, -0.0029, -0.002
Si, 21.7257, 10.8781, 8.0916, -0.0036, 0.0053, -0.0013
Si, 24.4325, 13.5669, 8.1547, -0.0135, -0.0145, 0.0009
Si, 27.2433, 16.3219, 8.1821, -0.0114, 0.0165, 0.0104
Si, 29.9097, 2.7338, 8.0914, -0.0218, -0.0293, -0.0154
Si, 27.1336, 5.4122, 8.1365, -0.0056, 0.0096, 0.0028
Si, 29.8772, 8.096, 8.1741, 0.0123, 0.006, 0.0107
Si, 27.1141, 10.8436, 8.1735, -0.0194, -0.0153, 0.0061
Si, 29.942, 13.6502, 8.1551, 0.0068, 0.0403, -0.0186
Si, 31.241, 17.6591, 20.3644, -0.0117, 0.0275, 0.0019
Si, 33.9956, 4.0611, 20.3778, 0.0218, -0.0171, -0.0058
Si, 31.2818, 6.7931, 20.3804, 0.0239, -0.0186, 0.0014
Si, 33.9792, 9.5188, 20.3753, -0.0188, 0.0161, -0.0085
Si, 31.2626, 12.2135, 20.3799, 0.0075, 0.0052, -0.0112
Si, 33.984, 14.9102, 20.3682, 0.0233, -0.0129, 0.0083
Si, 4.0805, 17.6739, 20.395, -0.02, 0.0184, -0.0011
Si, 6.8251, 4.0876, 20.3798, 0.0092, -0.0205, 0.0033
Si, 4.0852, 6.8213, 20.3748, -0.0177, 0.0046, 0.0007
Si, 6.8038, 9.5189, 20.3975, -0.0056, -0.0077, -0.0067
Si, 4.0671, 12.208, 20.385, 0.0265, -0.0085, 0.0023
Si, 6.7889, 14.9566, 20.3899, -0.021, 0.0218, 0.0072
Si, 9.5379, 17.68, 20.3859, 0.0222, -0.018, -0.0067
Si, 12.2295, 4.0998, 20.3845, -0.0086, -0.0012, 0.0012
Si, 9.517, 6.8235, 20.4125, -0.018, 0.0143, -0.0017
Si, 12.2579, 9.5691, 20.4413, 0.006, -0.0017, 0.0163
Si, 9.5352, 12.237, 20.4339, 0.0071, 0.0015, 0.0172
Si, 12.26, 14.9736, 20.4216, -0.0061, 0.014, -0.0138
Si, 14.9607, 17.665, 20.405, -0.0029, -0.0091, 0.0002
Si, 17.7112, 4.0893, 20.4059, 0.005, 0.0031, 0.0014
Si, 14.9812, 6.8542, 20.3938, 0.004, -0.0025, 0.0022
Si, 17.6766, 9.5636, 20.4055, -0.0097, 0.0116, -0.0054
Si, 14.96, 12.2728, 20.4431, -0.0011, 0.0171, -0.0011
Si, 17.6845, 14.9448, 20.4297, 0.0038, -0.0234, -0.0043
Si, 20.3922, 17.6679, 20.4258, 0.0055, 0.0093, 0.0162
Si, 23.1409, 4.0707, 20.3664, 0.0126, -0.015, -0.0011
Si, 20.4231, 6.8255, 20.3788, -0.0065, -0.0031, -0.0036
Si, 23.1243, 9.5234, 20.4313, 0.0005, -0.0062, -0.0043
Si, 20.4086, 12.2414, 20.4303, 0.0097, -0.018, -0.0078
Si, 23.1139, 14.9565, 20.4123, -0.0113, 0.0121, 0.0027
Si, 25.8412, 17.6622, 20.3801, 0.0094, -0.0049, -0.0027
Si, 28.5362, 4.0806, 20.3755, -0.0292, 0.0239, -0.0034
Si, 25.845, 6.8135, 20.3993, -0.0169, 0.0005, -0.0037
Si, 28.5632, 9.5065, 20.3954, 0.0156, -0.0155, 0.0067
Si, 25.8325, 12.2463, 20.4053, -0.0181, 0.0155, 0
Si, 28.5552, 14.933, 20.3778, 0.0058, -0.0125, -0.0075
Si, 29.8964, 16.293, 21.7423, -0.0061, -0.0151, -0.0052
Si, 32.6069, 2.6906, 21.7078, 0.0008, -0.0053, -0.0106
Si, 29.9019, 5.4424, 21.7227, 0.0077, -0.0108, -0.011
Si, 32.6217, 8.1721, 21.7452, 0.0109, -0.0041, -0.0064
Si, 29.925, 10.8524, 21.7624, 0.0107, 0.0223, -0.002
Si, 32.6294, 13.5469, 21.7453, -0.026, -0.0188, -0.0073
Si, 2.7056, 16.2714, 21.7069, -0.0006, -0.0017, -0.0172
Si, 5.4743, 2.7233, 21.7289, 0.0048, 0.0084, -0.01
Si, 2.7156, 5.4576, 21.703, 0.0058, -0.0023, -0.01
Si, 5.4454, 8.1658, 21.7628, 0.0122, 0.0047, -0.0096
Si, 2.6965, 10.8553, 21.753, -0.0009, -0.0141, 0.0012
Si, 5.4345, 13.5651, 21.731, -0.0145, -0.0083, -0.0118
Si, 8.1743, 16.313, 21.7267, 0.0026, 0.0068, -0.0051
Si, 10.8873, 2.7254, 21.7523, 0.0029, -0.0047, -0.0005
Si, 8.1619, 5.4496, 21.7689, 0.0053, -0.0068, -0.0052
Si, 10.8665, 8.2087, 21.7659, 0.0047, -0.0067, -0.0129
Si, 8.1545, 10.867, 21.7774, -0.0284, -0.015, -0.0015
Si, 10.9126, 13.6089, 21.78, 0.0161, 0.0113, 0.0103
Si, 13.6117, 16.3221, 21.8083, 0.0036, -0.0009, 0.0071
Si, 16.3433, 2.7003, 21.7256, 0.002, -0.0087, -0.0034
Si, 13.5814, 5.5021, 21.6976, -0.0002, 0.0089, -0.0247
Si, 16.3254, 8.2243, 21.7763, -0.0206, -0.015, -0.0016
Si, 13.6033, 10.9451, 21.8331, -0.0147, -0.0025, 0.0096
Si, 16.3184, 13.6181, 21.8262, -0.0156, 0.0126, -0.0002
Si, 19.0438, 16.2817, 21.7991, -0.0063, 0.0077, -0.0052
Si, 21.7901, 2.721, 21.7323, 0.0055, 0.0072, -0.0078
Si, 19.084, 5.4749, 21.7404, 0.0012, 0.0101, -0.0071
Si, 21.7487, 8.1675, 21.787, -0.0099, -0.0049, 0.0046
Si, 19.0219, 10.9086, 21.7916, -0.0049, 0.0033, 0.0022
Si, 21.7716, 13.5951, 21.7956, -0.0012, 0.0058, -0.0033
Si, 24.4927, 16.307, 21.7551, -0.0112, -0.0007, -0.0011
Si, 27.1904, 2.707, 21.738, -0.0006, 0.0049, -0.0018
Si, 24.4897, 5.4289, 21.7311, 0.0053, 0.0095, -0.0102
Si, 27.2053, 8.17, 21.7757, -0.0069, -0.0037, -0.0001
Si, 24.4846, 10.8974, 21.7855, 0.0111, 0.0025, -0.0068
Si, 27.2081, 13.588, 21.7635, 0.0229, 0.0159, -0.0017
Si, 31.2626, 14.9138, 23.0787, 0.0195, 0.0212, 0.0023
Si, 33.9365, 17.5944, 23.0319, -0.0237, -0.0137, 0.0152
Si, 31.2415, 4.0533, 23.0562, 0.0132, 0.0019, -0.0016
Si, 33.9954, 6.808, 23.0683, 0.0106, 0.0001, -0.0028
Si, 31.2671, 9.5004, 23.1561, -0.0045, -0.0462, -0.0045
Si, 33.9517, 12.1665, 23.1377, 0.0084, 0.0112, 0.0016
Si, 4.0426, 14.8935, 23.0678, 0.0136, 0.0129, -0.006
Si, 6.8409, 17.6768, 23.0847, -0.0198, -0.016, 0.0166
Si, 4.1232, 4.1367, 23.0316, 0.0189, 0.0217, -0.0005
Si, 6.8045, 6.8117, 23.1371, -0.0229, 0.0176, 0.0155
Si, 4.069, 9.5143, 23.117, -0.0047, -0.01, -0.0036
Si, 6.7928, 12.2318, 23.1225, 0.007, 0.0176, -0.0029
Si, 9.5061, 14.9385, 23.0959, -0.0341, 0.0001, -0.0015
Si, 12.2389, 17.7013, 23.1371, 0.0288, -0.0202, 0.0052
Si, 9.5379, 4.0878, 23.114, -0.0059, 0.0202, -0.0043
Si, 12.2396, 6.8537, 23.0905, 0.0121, -0.0245, -0.0028
Si, 9.5198, 9.5446, 23.1712, 0.03, -0.01, -0.0051
Si, 12.2595, 12.3213, 23.2313, 0.013, -0.0015, 0.0051
Si, 14.9664, 14.9755, 23.2149, 0.0137, 0.0154, 0.0016
Si, 17.6507, 17.6337, 23.128, -0.0287, 0.0002, 0.0003
Si, 14.9645, 4.1253, 22.9681, -0.0061, 0.0219, -0.0295
Si, 17.7418, 6.8733, 23.0779, 0.0122, -0.008, -0.0276
Si, 14.9735, 9.5809, 23.1756, 0.0259, 0.0165, -0.011
Si, 17.6779, 12.2631, 23.1935, 0.0026, -0.0162, -0.0062
Si, 20.4091, 14.9242, 23.1835, -0.0096, -0.0151, -0.0013
Si, 23.1354, 17.677, 23.1001, 0.0161, -0.0169, -0.0081
Si, 20.4592, 4.1081, 23.0767, 0.0001, -0.0006, -0.0029
Si, 23.128, 6.7686, 23.0961, -0.0029, -0.0238, -0.0158
Si, 20.3723, 9.5439, 23.1436, 0.0171, -0.0109, -0.0165
Si, 23.136, 12.2515, 23.1731, -0.0095, 0.0007, 0.0013
Si, 25.8625, 14.961, 23.124, -0.0081, -0.0054, 0.0036
Si, 28.5274, 17.6514, 23.1014, -0.0184, 0.008, -0.0092
Si, 25.8474, 4.0802, 23.1002, -0.0068, 0.0058, -0.017
Si, 28.5895, 6.814, 23.1205, -0.0047, 0.0061, 0.008
Si, 25.8682, 9.5617, 23.1416, 0.0052, 0.0148, 0.0142
Si, 28.5553, 12.1991, 23.1144, -0.0223, -0.0218, -0.0031
Si, 32.6109, 16.2256, 24.4773, 0.0273, 0.0167, -0.0286
Si, 2.7104, 2.7091, 24.192, -0.0023, -0.0072, -0.006
Si, 32.5493, 5.493, 24.3594, -0.0158, -0.0069, 0.0219
Si, 2.7481, 8.1018, 24.4673, 0.0147, -0.0268, -0.0312
Si, 32.6481, 10.7794, 24.5667, -0.0156, 0.0053, 0.0399
Si, 2.6351, 13.5783, 24.4547, -0.0015, 0.015, -0.0223
Si, 5.4968, 16.2117, 24.3425, 0.0203, -0.0246, -0.0383
Si, 8.1515, 2.7614, 24.4763, -0.008, -0.0211, 0.0077
Si, 5.418, 5.4875, 24.5132, -0.0071, 0.0071, -0.0368
Si, 8.1854, 8.1357, 24.521, -0.0529, -0.0111, 0.0254
Si, 5.381, 10.9214, 24.4714, -0.0356, -0.0255, 0.0195
Si, 8.2028, 13.5434, 24.4918, 0.0193, -0.025, -0.0157
Si, 10.8198, 16.3199, 24.4451, 0.0495, 0.0399, 0.0518
Si, 13.6627, 2.8144, 24.3777, -0.0143, 0.0201, -0.0196
Si, 10.9305, 5.4535, 24.4435, -0.0082, 0.0056, -0.0115
Si, 13.5378, 8.2487, 24.4708, 0.0124, 0.0118, 0.0218
Si, 10.8318, 10.9741, 24.5365, -0.0669, 0.0304, -0.0317
Si, 13.6474, 13.6497, 24.6625, 0.0086, 0.0006, 0.0452
Si, 16.2834, 16.352, 24.6124, 0.0023, -0.0076, 0.0035
Si, 19.0852, 2.7012, 24.3309, 0.0227, 0.0153, -0.0552
Si, 16.3225, 5.4863, 24.2782, -0.0013, -0.0243, -0.0139
Si, 19.0519, 8.1864, 24.5503, -0.0276, 0.002, 0.0105
Si, 16.3616, 10.8933, 24.5889, -0.0026, 0.0167, 0.0035
Si, 19.0124, 13.6097, 24.5947, 0.0054, -0.0049, 0.0226
Si, 21.8291, 16.2865, 24.473, 0.0071, 0.0298, 0.0273
Si, 24.4571, 2.7499, 24.4575, 0.0114, 0.0244, -0.0299
Si, 21.7986, 5.4274, 24.5156, -0.001, 0.0055, -0.0021
Si, 24.4915, 8.1485, 24.3974, -0.0113, 0.0235, -0.0279
Si, 21.7056, 10.9193, 24.4967, -0.0387, 0.0048, 0.0029
Si, 24.5735, 13.574, 24.5131, 0.0263, 0.017, -0.0064
Si, 27.14, 16.3658, 24.5163, 0.0123, 0.0039, 0.0214
Si, 29.9495, 2.6323, 24.4288, 0.0099, -0.0118, -0.0212
Si, 27.2793, 5.3889, 24.4338, -0.0231, 0.0204, 0.0063
Si, 29.8732, 8.203, 24.5549, -0.0226, 0.0322, -0.0002
Si, 27.2385, 10.8897, 24.5708, -0.0119, -0.0201, -0.0261
Si, 29.9119, 13.5589, 24.4355, 0.0338, 0.0265, 0.0059
Si, 31.2565, 17.5695, 25.8355, -0.0573, 0.0065, -0.0121
Si, 33.9714, 4.0606, 25.4773, 0.0428, -0.0007, 0.0622
Si, 31.2334, 6.809, 25.851, 0.041, -0.0441, 0.0334
Si, 34.0527, 9.3433, 25.9068, 0.0088, -0.0109, 0.0429
Si, 31.2281, 12.1883, 25.8319, -0.0335, -0.007, 0.0217
Si, 33.9087, 14.8503, 25.8988, -0.0529, -0.0559, 0.0088
Si, 4.0669, 17.6355, 25.4521, 0.0131, -0.0037, 0.0048
Si, 6.7841, 4.1234, 25.8381, 0.0181, 0.028, 0.0099
Si, 4.0672, 6.8191, 25.9505, 0.0145, 0.0094, -0.0105
Si, 6.7773, 9.5612, 25.7657, 0.0345, -0.003, 0.0156
Si, 3.9651, 12.27, 25.8372, 0.0479, -0.0258, 0.0493
Si, 6.8185, 14.8653, 25.7947, -0.0592, 0.0536, 0.0571
Si, 9.497, 17.7165, 25.8264, 0.0703, -0.0427, 0.0178
Si, 12.3345, 4.1353, 25.7861, -0.0157, -0.0097, -0.009
Si, 9.5893, 6.7251, 25.8631, -0.0146, -0.0305, 0.0591
Si, 12.1724, 9.6366, 25.8659, 0.0433, 0.0013, 0.0556
Si, 9.5086, 12.2688, 26.0281, -0.0069, 0.0154, 0.027
Si, 12.1841, 15.0689, 25.9097, 0.0173, -0.0143, -0.0029
Si, 14.9079, 17.8386, 25.869, -0.0022, -0.0663, 0.0349
Si, 17.6694, 4.0777, 25.541, -0.0208, -0.0112, 0.0398
Si, 14.9878, 6.8392, 25.6308, -0.0095, -0.038, 0.0555
Si, 17.7001, 9.5154, 25.9905, -0.0173, 0.0377, -0.0097
Si, 15.0503, 12.2249, 26.03, -0.0224, 0.026, 0.033
Si, 17.6734, 14.9965, 25.998, -0.0251, -0.0021, 0.0095
Si, 20.4152, 17.6829, 25.7163, -0.0566, -0.004, 0.0443
Si, 23.1356, 4.0454, 25.9069, -0.0125, -0.011, -0.002
Si, 20.4405, 6.8002, 25.8629, 0.0081, 0.0066, -0.0332
Si, 23.0688, 9.4712, 25.7175, -0.0157, -0.0372, 0.0134
Si, 20.346, 12.2147, 25.9706, 0.01, -0.046, -0.0132
Si, 23.2609, 14.9677, 25.8388, -0.03, 0.0378, 0.017
Si, 25.7725, 17.7927, 25.8932, 0.0208, -0.0299, 0.0391
Si, 28.6393, 3.9816, 25.7925, 0.0051, 0.0103, 0.0328
Si, 25.9243, 6.8179, 25.6902, -0.0232, 0.0437, 0.0227
Si, 28.5376, 9.5508, 26.0297, 0.0098, -0.0035, -0.0206
Si, 25.9195, 12.2553, 25.9659, -0.0023, 0.0185, -0.0005
Si, 28.5384, 14.9367, 25.7519, -0.005, -0.0104, 0.0311
Si, 29.8728, 16.1889, 27.2073, 0.0454, 0.041, 0.0476
Si, 32.7277, 2.7068, 26.8978, 0.0271, -0.0191, -0.0209
Si, 29.9411, 5.3534, 27.181, -0.0171, 0.0346, -0.0166
Si, 32.6344, 8.0216, 27.321, 0.0013, -0.0505, 0.0483
Si, 29.8989, 10.9785, 27.3802, -0.0282, 0.0119, 0.0614
Si, 32.5218, 13.4512, 27.3211, 0.0665, 0.0202, 0.042
Si, 2.763, 16.3505, 26.8879, 0.03, -0.0073, 0.0321
Si, 5.3437, 2.6137, 26.8986, 0.0376, -0.0498, 0.0277
Si, 2.5652, 5.3045, 27.0122, -0.0408, 0.0112, -0.0042
Si, 5.4621, 8.3083, 27.2475, -0.0369, 0.0197, 0.0384
Si, 2.6955, 10.8257, 27.2384, 0.0197, -0.0209, -0.022
Si, 5.3893, 13.5608, 27.2043, -0.0358, 0.0436, 0.0112
Si, 8.1313, 16.3126, 27.1362, 0.0053, 0.0077, 0.0535
Si, 11.267, 2.4387, 27.0078, 0.09, -0.1806, -0.4935
Si, 8.1461, 5.4387, 27.2729, -0.1859, 0.3132, -0.3367
Si, 10.8757, 8.1951, 27.2041, -0.0586, 0.0264, -0.022
Si, 8.0422, 10.8348, 27.2957, -0.001, -0.0219, -0.0011
Si, 10.9326, 13.6911, 27.3612, 0.0069, 0.0025, 0.0234
Si, 12.9521, 17.0457, 26.9705, -0.0498, 0.0406, 0.0078
Si, 16.4144, 2.8764, 27.0926, -0.0361, -0.047, -0.0062
Si, 13.7483, 5.5158, 27.082, 0.0281, -0.0524, -0.0373
Si, 16.2208, 8.1082, 27.1656, -0.0057, 0.0026, 0.0585
Si, 13.5944, 10.8556, 27.3339, 0.0012, 0.0144, -0.0231
Si, 16.4764, 13.5443, 27.4453, 0.0034, -0.0323, 0.0747
Si, 19.0888, 16.4381, 27.2151, 0.0218, -0.0254, -0.0721
Si, 21.6944, 2.6563, 27.2071, 0.0137, -0.02, 0.0948
Si, 18.9679, 5.3678, 26.9589, 0.0111, -0.001, 0.077
Si, 21.8536, 8.097, 27.2303, -0.0386, -0.0028, 0.0197
Si, 19.1026, 10.7349, 27.471, 0.0324, -0.0198, 0.02
Si, 21.8303, 13.6518, 27.1316, -0.0141, -0.0617, 0.0109
Si, 24.4592, 16.4258, 27.3214, -0.0368, -0.0291, 0.0262
Si, 27.2763, 2.7258, 27.2488, -0.0418, -0.0005, 0.0446
Si, 24.6561, 5.4354, 27.0581, 0.0597, -0.0258, 0.0536
Si, 27.1571, 8.086, 27.2827, -0.0001, -0.0363, 0.0277
Si, 24.4962, 10.7246, 27.0661, 0.0422, 0.0102, 0.0456
Si, 27.2719, 13.7275, 27.319, 0.0072, 0.0178, 0.0078
Si, 30.8072, 14.5072, 28.6168, -0.0501, -0.0088, -0.008
Si, 34.4708, 18.0647, 28.1356, 0.024, -0.0486, 0.0389
Si, 31.7277, 4.27, 28.292, -0.0172, 0.0098, 0.0474
Si, 33.4362, 5.9737, 28.421, -0.0025, 0.0058, 0.0148
Si, 31.6615, 9.8652, 28.5083, 0.0519, 0.0249, 0.0792
Si, 33.4624, 11.5602, 28.4882, -0.2788, -0.0534, -0.5391
Si, 4.5241, 15.5626, 28.1711, 0.23, 0.011, -0.5178
Si, 6.2764, 17.2469, 28.1948, -0.1507, -0.1844, -0.5648
Si, 4.0261, 3.8947, 30.198, -0.1231, 0.0003, -0.6056
Si, 7.3007, 7.3448, 28.3831, 0.1607, 0.1738, -0.4895
Si, 4.4816, 10.0421, 28.608, 0.0763, 0.0495, -0.0046
Si, 6.288, 11.8239, 28.6029, 0.0384, 0.0449, -0.0153
Si, 9.4527, 15.0444, 28.6116, 0.1842, 0.1064, -0.676
Si, 13.6158, 17.0911, 29.1522, -0.307, -0.0096, -0.5233
Si, 10.0285, 4.0453, 29.3562, 0.0124, -0.1821, -0.1003
Si, 12.7867, 7.2985, 28.2339, 0.0536, -0.0063, -0.0279
Si, 9.0498, 9.0326, 28.5051, -0.0649, 0.0178, 0.0787
Si, 12.5655, 12.5207, 28.6618, -0.2002, -0.1578, -0.6621
Si, 15.1129, 14.4461, 29.1221, 0.2561, -0.1961, -0.5985
Si, 18.1077, 18.208, 28.4454, -0.0425, -0.0535, 0.1142
Si, 15.5623, 4.6945, 28.3523, 0.0501, 0.1043, 0.0603
Si, 17.316, 6.3595, 28.2606, -0.3164, -0.216, -0.4515
Si, 14.4513, 8.9718, 28.5172, 0.0652, 0.01, 0.08
Si, 17.9738, 12.2624, 28.8585, -0.191, -0.0585, -0.7278
Si, 20.8894, 15.4597, 28.3428, -0.0396, 0.0472, 0.0455
Si, 22.5343, 17.2136, 28.5728, -0.0965, -0.1565, -0.5544
Si, 19.7705, 3.5748, 28.2144, -0.0404, -0.2162, -0.6461
Si, 23.6477, 7.0821, 28.335, 0.0098, -0.0848, 0.0452
Si, 20.8393, 9.6143, 28.7355, -0.3427, -0.2727, -0.5471
Si, 22.9601, 11.9313, 28.2991, 0.0828, 0.2411, -0.7369
Si, 26.3413, 15.6024, 28.4997, 0.0227, 0.0629, 0.029
Si, 28.1834, 17.2235, 28.487, -0.2549, -0.135, -0.5671
Si, 26.4753, 4.6562, 28.3534, 0.2287, 0.1412, -0.6336
Si, 28.253, 6.3632, 28.4885, 0.0108, -0.0366, 0.1122
Si, 25.203, 8.8876, 28.3888, 0.092, -0.1971, -0.5976
Si, 28.9494, 12.7843, 28.7519, 0.0182, -0.0369, -0.0095
Si, 16.89, 16.6119, 33.0219, -0.0574, 0.0569, -0.0271
Si, 29.1448, 6.8292, 30.6906, -0.1693, -0.1682, -0.5543
Si, 29.0153, 12.9129, 33.3804, -0.0028, 0.0872, 0.0222
Si, 34.4537, 16.7845, 32.9137, 0.07, 0.0757, -0.0553
Si, 33.4498, 17.4729, 30.154, -0.3598, 0.131, -0.3904
Si, 7.1885, 10.6032, 37.683, 0.0252, 0.0893, 0.0854
Si, 32.3496, 9.5963, 35.5825, -0.5407, -0.0882, 0.2709
Si, 33.9872, 5.347, 30.644, -0.2812, 0.1159, -0.7504
Si, 4.6392, 10.7116, 36.1878, -0.0756, -0.0893, -0.0041
Si, 8.9141, 15.1232, 36.1204, 0.0602, 0.0329, -0.0193
Si, 32.0372, 3.1463, 30.3973, 0.2984, -0.1811, -0.5488
Si, 31.1459, 16.7195, 35.7479, 0.4552, 0.3039, -0.0551
Si, 11.112, 16.3802, 30.9571, -0.005, 0.1066, -0.065
Si, 23.1489, 13.3779, 30.8367, -0.0328, -0.0052, -0.1161
Si, 2.9422, 13.9789, 32.9715, -0.0165, 0.1086, -0.0237
Si, 17.4068, 6.9993, 31.1561, 0.0371, -0.0821, -0.075
Si, 17.0751, 17.1267, 37.4459, 0.0124, 0.1652, 0.0471
Si, 8.2768, 18.0269, 35.641, 0.113, -0.0713, 0.0587
Si, 12.1508, 8.5044, 32.1832, 0.0307, 0.0752, -0.0628
Si, 12.9956, 9.8004, 37.0573, 0.0654, -0.1294, -0.0128
Si, 18.1533, 4.5503, 32.5023, -0.0832, -0.0393, 0.4983
Si, 20.734, 4.5478, 31.0111, -0.0348, -0.075, -0.0568
Si, 10.5878, 2.863, 32.0309, -0.0139, 0.0347, 0.0493
Si, 16.569, 11.3313, 31.5931, 0.0174, 0.0905, -0.1172
Si, 21.6782, 8.8947, 31.6399, -0.0998, 0.0086, -0.1482
Si, 34.3863, 8.2672, 31.6164, 0.4662, 0.2666, -0.3275
Si, 15.6876, 18.455, 35.397, 0.0563, -0.0037, -0.0529
Si, 30.4169, 9.3534, 36.9344, 0.6564, 0.0509, -0.2745
Si, 19.3859, 7.8746, 33.4572, -0.044, -0.0665, -0.0973
Si, 28.0354, 4.3548, 32.3808, 0.0733, 0.1373, -0.1584
Si, 23.3518, 6.0746, 37.6327, 0.0703, 0.0303, 0.0058
Si, 21.826, 18.0914, 31.5133, -0.0835, -0.0679, -0.1072
Si, 29.3363, 18.1233, 31.3813, 0.1407, -0.0329, -0.1637
Si, 27.5318, 12.3722, 30.7197, 0.5856, 0.1634, -0.5554
Si, 22.4221, 16.3578, 33.8053, -0.071, -0.0022, -0.0988
Si, 30.3387, 15.6804, 32.9212, 0.0365, 0.0424, 0.0531
Si, 24.5843, 11.2561, 35.4689, 0.0918, 0.0237, -0.0222
Si, 3.5146, 3.454, 28.0425, -0.009, 0.0382, 0.0268
Si, 25.5729, 10.0997, 31.2341, -0.409, 0.2712, 0.2575
Si, 8.7564, 12.1572, 35.46, 0.1215, 0.1049, 0.0623
Si, 23.0359, 6.4947, 30.5331, 0.2756, 0.0347, -0.6469
Si, 3.883, 8.8674, 30.6385, -0.4638, 0.345, -0.2753
Si, 4.1022, 3.5442, 35.2008, -0.1011, 0.0924, 0.1117
Si, 33.5636, 12.6568, 31.3037, -0.08, 0.1094, -0.0192
Si, 4.9365, 15.2943, 30.9852, -0.1287, 0.1281, 0.0009
Si, 13.4813, 4.2428, 35.0617, 0.023, 0.0178, 0.0722
Si, 34.9857, 15.0212, 37.2474, -0.0682, 0.0068, 0.1176
Si, 5.1704, 13.3481, 34.8853, -0.0907, 0.0043, -0.0024
Si, 25.5781, 5.2634, 31.1831, -0.0791, -0.0079, -0.0413
Si, 11.9598, 6.4323, 30.1538, 0.2321, 0.0832, -0.4442
Si, 6.3115, 10.0319, 32.1719, 0.0432, -0.2148, -0.0612
Si, 12.603, 16.3048, 38.0165, 0.0069, -0.0765, 0.1196
Si, 14.877, 8.9289, 30.8603, -0.0967, 0.0076, -0.6961
Si, 11.2975, 11.4519, 31.4327, -0.0093, 0.1163, -0.0428
Si, 11.0502, 8.3101, 35.0427, -0.1004, 0.0648, -0.026
Si, 17.9114, 10.3912, 34.0626, -0.1071, -0.0299, -0.005
Si, 12.0284, 14.8446, 35.6526, -0.0566, -0.018, 0.0351
Si, 15.7651, 9.3301, 36.0287, 0.1059, -0.0426, -0.1302
Si, 17.2194, 18.5012, 30.7078, 0.0708, 0.2317, -0.6848
Si, 12.3421, 14.0593, 32.6502, 0.0777, -0.058, 0.0008
Si, 15.5884, 6.2875, 36.3056, 0.0677, -0.0471, -0.0201
Si, 26.9186, 7.6883, 32.2917, -0.0059, -0.1068, 0.0877
Si, 9.4827, 16.0433, 38.8615, -0.0593, -0.1593, 0.5365
Si, 27.3994, 5.6932, 34.7234, 0.0214, 0.0039, -0.1227
Si, 9.8881, 6.0026, 36.8481, -0.1545, 0.0806, 0.0599
Si, 25.6128, 14.9256, 30.6118, 0.2284, 0.3615, -0.6283
Si, 32.209, 15.3449, 30.3995, -0.2573, 0.3547, -0.7616
Si, 27.9778, 7.5171, 36.8341, -0.0324, 0.0032, 0.1429
Si, 15.4741, 14.047, 32.074, -0.0585, 0.1274, -0.0118
Si, 19.3321, 12.133, 36.0107, 0.0718, -0.007, -0.0319
Si, 26.7329, 13.4817, 35.2941, -0.0344, 0.1306, 0.1206
Si, 25.3501, 15.6543, 33.4676, -0.04, 0.0241, 0.086
Si, 32.7945, 18.1564, 34.9345, -0.443, -0.2459, 0.2694
Si, 18.0946, 3.3127, 36.6876, 0.025, 0.0077, -0.041
Si, 31.4079, 8.9679, 30.6875, -0.1004, 0.1801, -0.5778
Si, 2.9148, 17.3829, 35.4727, 0.0205, -0.0373, -0.0339
Si, 30.4827, 12.1268, 37.9243, 0.0122, 0.0757, 0.0246
Si, 5.8119, 18.0534, 31.1151, 0.0281, -0.0659, -0.1523
Si, 34.2123, 7.4466, 34.4586, 0.0476, -0.0496, -0.033
Si, 32.2535, 14.2668, 37.3328, -0.0369, -0.0048, 0.1072
Si, 7.1849, 12.6284, 33.0013, 0.0781, 0.0188, 0.1023
Si, 5.3233, 17.3976, 38.9595, 0.4572, 0.4358, 0.0537
Si, 7.2756, 13.3656, 30.1591, -0.3746, -0.5526, -0.2867
Si, 8.5336, 8.5937, 33.5013, 0.0102, 0.1066, -0.0337
Si, 4.4841, 7.5959, 35.6686, -0.0245, 0.0317, 0.0326
Si, 31.3683, 11.0111, 32.9194, 0.0329, -0.0561, -0.0829
Si, 25.8359, 17.8099, 35.5739, 0.0431, -0.0318, 0.1737
Si, 6.5561, 3.2903, 33.5182, -0.1488, -0.007, -0.0017
Si, 6.675, 6.3568, 33.6769, -0.1179, -0.0012, -0.0618
Si, 11.3385, 12.3368, 36.991, -0.1412, -0.004, -0.0163
Si, 13.2938, 4.379, 32.0428, -0.112, -0.0189, 0.0827
Si, 8.9263, 9.7437, 30.7664, 0.0752, -0.294, -0.6389
Si, 5.6353, 6.4395, 30.734, 0.0158, -0.0496, -0.0898
Si, 17.8638, 10.3033, 37.9816, -0.1252, 0.0489, 0.0097
Si, 10.3623, 3.6745, 35.0708, 0.1023, 0.0093, -0.042
Si, 24.4296, 3.805, 38.9246, 0.1097, -0.0334, 0.1401
Si, 22.2299, 12.9009, 36.8093, -0.095, -0.0775, 0.0477
Si, 25.0375, 4.1503, 36.2013, 0.0491, 0.0523, 0.0663
Si, 18.9073, 14.8534, 37.2965, 0.1501, 0.042, 0.0449
Si, 23.7749, 11.0487, 32.4221, 0.3864, -0.3085, -0.3713
Si, 19.802, 16.0896, 32.4397, 0.0461, 0.127, 0.0288
Si, 25.1812, 8.6287, 37.1147, 0.0172, -0.1273, 0.0481
Si, 20.1921, 14.2309, 30.1561, 0.2162, 0.4402, -0.5222
Si, 26.5937, 15.7554, 37.5115, -0.1703, -0.1034, 0.4859
Si, 15.2625, 3.2787, 30.1642, 0.4777, 0.2403, -0.3936
Si, 33.7538, 4.6241, 34.9564, 0.0243, -0.0526, -0.0874
Si, 21.6819, 15.9594, 36.6707, -0.0827, -0.0058, 0.0322
Si, 34.5096, 8.3091, 38.9557, 0.0297, -0.0513, 0.1543
Si, 31.2492, 1.3856, 9.5089, 0.0249, 0.0027, -0.0021
Si, 1.3702, 4.1052, 9.514, 0.0106, 0.0075, 0.0017
Si, 31.2801, 6.7889, 9.5275, 0.0064, 0.006, 0.0197
Si, 1.3541, 9.5111, 9.5277, -0.0044, 0.002, 0.001
Si, 31.2864, 12.2578, 9.505, -0.0042, -0.0146, -0.0004
Si, 1.3532, 14.9491, 9.5086, 0.0156, 0.0239, 0.0022
Si, 4.1289, 1.376, 9.5415, -0.0056, -0.0034, 0.007
Si, 6.8225, 4.0666, 9.5495, -0.0165, -0.0102, 0.0071
Si, 4.0785, 6.8012, 9.5102, 0.0091, 0.0036, -0.0023
Si, 6.8115, 9.515, 9.5222, 0.0003, 0.0081, 0.0037
Si, 4.0964, 12.2053, 9.5345, -0.0141, 0.0049, -0.0039
Si, 6.8387, 14.9668, 9.5653, -0.0026, -0.0085, 0.0079
Si, 9.555, 1.3788, 9.552, 0.0193, 0.015, 0.0043
Si, 12.272, 4.1012, 9.5141, 0.0011, -0.0129, -0.0056
Si, 9.5432, 6.8093, 9.5318, -0.0077, -0.0078, 0.0018
Si, 12.2413, 9.5033, 9.5464, 0.0123, 0.0081, -0.0069
Si, 9.5277, 12.239, 9.5644, -0.0051, -0.0111, 0.0117
Si, 12.2557, 14.9926, 9.5516, 0.0084, -0.0061, 0.0084
Si, 14.9874, 1.38, 9.5035, -0.0023, -0.0041, -0.0085
Si, 17.636, 4.0603, 9.5075, 0.0038, 0.0186, 0.0082
Si, 14.9282, 6.7559, 9.5346, -0.0121, -0.0033, 0.0154
Si, 17.7022, 9.5466, 9.5422, 0.0002, 0.0085, 0.016
Si, 14.986, 12.2647, 9.5454, 0.0165, 0.0105, 0.012
Si, 17.6876, 14.9583, 9.4976, -0.0075, -0.0158, -0.0069
Si, 20.3426, 1.3325, 9.5172, -0.0001, 0.0095, 0.0037
Si, 23.1083, 4.0981, 9.552, -0.0016, 0.0023, 0.0105
Si, 20.3905, 6.8211, 9.52, -0.0111, -0.0038, 0.0102
Si, 23.0924, 9.5158, 9.4638, 0.0091, 0.0129, -0.0193
Si, 20.3912, 12.2406, 9.4832, 0.0005, 0.0038, -0.0078
Si, 23.0739, 14.9377, 9.5046, 0.021, 0.013, 0.0056
Si, 25.8563, 1.3597, 9.5281, -0.0113, -0.0165, 0.0077
Si, 28.5365, 4.0656, 9.4801, 0.006, 0.0127, -0.0064
Si, 25.7949, 6.7959, 9.4903, 0.0062, -0.0074, -0.0066
Si, 28.5217, 9.4957, 9.504, 0.0014, 0.0033, 0.0021
Si, 25.7765, 12.2112, 9.5313, 0.0055, -0.0008, 0.0115
Si, 28.5761, 14.9643, 9.5455, -0.0117, -0.0104, 0.0091
Si, 29.9177, 16.3374, 10.8937, -0.0171, 0.0139, -0.0025
Si, 32.643, 2.7267, 10.8578, -0.0018, -0.0078, 0.0047
Si, 29.912, 5.4112, 10.8561, 0.0187, -0.0196, 0.0022
Si, 32.6217, 8.1658, 10.8851, -0.0238, 0.013, 0.0047
Si, 29.8972, 10.8828, 10.84, -0.005, 0.0102, -0.0011
Si, 32.6464, 13.5948, 10.8837, 0.0056, -0.0097, -0.0053
Si, 2.7277, 16.321, 10.8574, 0.0052, 0.006, 0.0031
Si, 5.467, 2.7213, 10.9188, 0.0024, -0.0037, 0.0028
Si, 2.7189, 5.4566, 10.8854, -0.0178, 0.0063, -0.0039
Si, 5.4504, 8.1495, 10.8756, 0.0068, -0.0041, 0.0022
Si, 2.7323, 10.853, 10.8896, 0.0212, -0.0234, 0.0057
Si, 5.4431, 13.6001, 10.8856, -0.0085, 0.0162, -0.0026
Si, 8.2028, 16.3242, 10.9113, 0.007, -0.0116, 0.0033
Si, 10.9103, 2.7487, 10.8918, -0.0083, 0.0046, 0.0053
Si, 8.187, 5.4397, 10.8898, 0.0056, -0.0087, 0.004
Si, 10.8778, 8.1673, 10.9127, -0.0124, 0.01, -0.0056
Si, 8.149, 10.885, 10.9002, -0.0225, 0.028, -0.0013
Si, 10.908, 13.6025, 10.8991, 0.0157, -0.0093, -0.0029
Si, 13.6201, 16.3575, 10.8878, -0.0133, 0.0149, 0.0026
Si, 16.3169, 2.717, 10.9038, 0.0023, -0.0087, 0.0027
Si, 13.5969, 5.4303, 10.9252, 0.0036, 0.0055, 0.0026
Si, 16.3176, 8.1513, 10.8562, 0.0007, -0.0049, -0.0152
Si, 13.6199, 10.8767, 10.88, 0.0032, -0.0007, -0.001
Si, 16.3361, 13.6229, 10.8946, -0.0013, 0.0032, 0.0078
Si, 19.0229, 16.3001, 10.8971, 0.0084, -0.0131, 0.0021
Si, 21.7226, 2.7118, 10.8614, -0.0043, 0.0115, -0.0169
Si, 19.0165, 5.4376, 10.8507, -0.0067, -0.0012, -0.0069
Si, 21.7541, 8.1727, 10.8708, 0.0079, -0.0005, 0.0029
Si, 19.0527, 10.9016, 10.8916, -0.0022, 0.007, 0.0084
Si, 21.7388, 13.5824, 10.8763, 0.0025, -0.0173, 0.0057
Si, 24.4602, 16.3068, 10.85, 0.0054, 0.0051, -0.0148
Si, 27.1985, 2.7248, 10.8843, -0.0009, 0.0084, -0.0011
Si, 24.4668, 5.4531, 10.8955, -0.0046, 0.0077, 0.0163
Si, 27.1715, 8.1374, 10.8637, -0.0047, -0.0075, 0.0044
Si, 24.4318, 10.8522, 10.878, -0.0037, 0.004, 0.0122
Si, 27.1764, 13.5859, 10.8576, 0.0154, -0.0093, -0.0138
Si, 31.2824, 14.9618, 12.2338, 0.0044, 0.0146, 0.0029
Si, 1.3627, 1.3601, 12.2176, -0.004, -0.0034, -0.0014
Si, 31.2765, 4.069, 12.2278, -0.0096, -0.0009, 0.0042
Si, 1.3508, 6.8058, 12.2411, 0.0114, 0.0022, 0.0038
Si, 31.2548, 9.5312, 12.2223, 0.0183, -0.0023, 0.0012
Si, 1.368, 12.229, 12.235, 0, 0.0065, 0.0047
Si, 4.0793, 14.9633, 12.2342, -0.012, -0.0112, -0.001
Si, 6.8262, 1.3555, 12.2653, -0.0076, 0.0061, 0.0038
Si, 4.0814, 4.0874, 12.2439, 0.0032, -0.0014, -0.0028
Si, 6.813, 6.797, 12.2407, -0.0068, -0.0022, -0.0029
Si, 4.094, 9.5035, 12.2479, -0.0075, 0.0048, 0.0075
Si, 6.7983, 12.2474, 12.256, 0.0044, -0.0161, 0.0066
Si, 9.5503, 14.958, 12.2657, -0.0064, 0.0071, 0.0035
Si, 12.2602, 1.3837, 12.2577, 0.0099, 0.0131, -0.003
Si, 9.5419, 4.0892, 12.2596, 0.0066, 0.0005, -0.0011
Si, 12.2407, 6.8063, 12.2672, -0.0036, -0.0123, 0.0021
Si, 9.5165, 9.5304, 12.2584, 0.0047, -0.004, 0.003
Si, 12.2635, 12.237, 12.2483, -0.009, -0.0012, 0.0054
Si, 14.9693, 14.9826, 12.2471, 0.0077, -0.0028, -0.006
Si, 17.6766, 1.3547, 12.2549, -0.0083, -0.0006, 0.0017
Si, 14.966, 4.0767, 12.2711, -0.0119, -0.0065, 0.0046
Si, 17.674, 6.7992, 12.23, 0.0041, -0.0031, -0.0027
Si, 14.9744, 9.5136, 12.2374, -0.0019, 0.0019, -0.0042
Si, 17.6888, 12.2546, 12.251, 0.0111, 0.012, 0.0063
Si, 20.3929, 14.9472, 12.2453, -0.0053, 0.0022, 0.0013
Si, 23.1027, 1.355, 12.214, 0.001, -0.0011, -0.0064
Si, 20.3761, 4.0813, 12.2249, 0.0005, -0.0052, -0.0008
Si, 23.1038, 6.812, 12.243, 0.009, 0.0002, 0.0032
Si, 20.4031, 9.529, 12.2438, 0.0117, 0.0149, 0.0028
Si, 23.0948, 12.2257, 12.2405, -0.0066, -0.0045, 0.007
Si, 25.8197, 14.9509, 12.2191, -0.0104, -0.0012, -0.0005
Si, 28.5501, 1.3637, 12.2485, 0.0065, -0.0018, 0.0117
Si, 25.8343, 4.0855, 12.238, 0.0123, 0.0122, 0.0019
Si, 28.5493, 6.7818, 12.2133, -0.0004, 0.003, -0.0031
Si, 25.816, 9.503, 12.2257, -0.0034, 0.0005, 0.0016
Si, 28.542, 12.2323, 12.2167, -0.014, -0.0028, 0.0021
Si, 32.6453, 16.3205, 13.587, 0.0111, -0.0028, 0.0037
Si, 2.7186, 2.7166, 13.5907, -0.005, 0.0039, -0.0004
Si, 32.632, 5.4338, 13.5901, -0.0036, 0.0015, -0.0022
Si, 2.7205, 8.1532, 13.6004, -0.0007, -0.0082, 0.0007
Si, 32.63, 10.8762, 13.5847, -0.0096, -0.0033, -0.0001
Si, 2.7237, 13.5972, 13.5928, 0.0074, 0.0052, 0.0014
Si, 5.4463, 16.3145, 13.604, 0.0048, 0.0001, -0.005
Si, 8.1809, 2.7228, 13.616, 0.0038, -0.0055, -0.0018
Si, 5.4474, 5.4409, 13.6003, -0.0031, -0.0005, -0.003
Si, 8.1625, 8.1625, 13.6099, -0.0055, 0.0039, -0.0018
Si, 5.4438, 10.8773, 13.6069, -0.0038, 0.0088, 0.0017
Si, 8.1716, 13.6016, 13.6115, -0.0044, 0.0048, -0.0068
Si, 10.9037, 16.3304, 13.6141, 0.0089, -0.0047, -0.0029
Si, 13.6102, 2.7292, 13.635, 0.0019, 0.0053, 0.0063
Si, 10.8894, 5.4486, 13.6284, -0.0103, 0.0068, 0.0033
Si, 13.611, 8.1688, 13.6119, -0.0058, -0.0016, -0.0045
Si, 10.8895, 10.8879, 13.6075, -0.0032, 0.0016, -0.0021
Si, 13.6154, 13.6095, 13.6027, 0.0048, -0.0015, -0.0032
Si, 16.3218, 16.3279, 13.6226, -0.0001, 0.0118, 0.002
Si, 19.0357, 2.7226, 13.6055, 0.0001, -0.0051, -0.0043
Si, 16.3266, 5.4484, 13.6147, -0.0066, -0.0049, -0.0038
Si, 19.0371, 8.1606, 13.5924, -0.0041, -0.0005, -0.0043
Si, 16.3285, 10.8812, 13.5987, 0.0038, -0.0011, -0.0016
Si, 19.0406, 13.6036, 13.6201, 0.0045, -0.0025, 0.0064
Si, 21.7558, 16.3164, 13.5923, -0.0013, -0.0106, -0.0032
Si, 24.4636, 2.7161, 13.5792, 0, 0.0073, -0.0057
Si, 21.7417, 5.4399, 13.5882, -0.0023, 0.0066, -0.0036
Si, 24.4677, 8.1591, 13.6058, -0.0013, -0.0031, 0.004
Si, 21.75, 10.8796, 13.6179, 0.0028, 0.0027, 0.0083
Si, 24.4658, 13.5906, 13.5866, 0.0014, -0.009, -0.0034
Si, 27.179, 16.3125, 13.5852, -0.0032, 0.0085, -0.0034
Si, 29.9211, 2.7155, 13.5982, 0.0075, -0.0035, 0.0039
Si, 27.1979, 5.438, 13.5953, 0.0022, -0.0119, 0.003
Si, 29.9025, 8.1538, 13.575, -0.0039, 0.0057, -0.0015
Si, 27.1819, 10.8708, 13.5776, 0.0021, -0.0039, 0.0023
Si, 29.9061, 13.5959, 13.5764, -0.0029, -0.0021, -0.0038
Si, 31.2811, 1.3518, 14.9516, -0.0077, 0.0021, -0.0014
Si, 1.3548, 4.0727, 14.952, 0.002, -0.004, 0.0003
Si, 31.2682, 6.798, 14.9397, 0.0068, -0.0041, 0.0007
Si, 1.352, 9.5152, 14.9453, 0.0099, 0.0013, 0.0016
Si, 31.2666, 12.2363, 14.9392, 0.0092, 0.0063, 0.0039
Si, 1.3598, 14.9566, 14.9468, -0.0068, -0.0004, -0.0031
Si, 4.0802, 1.3579, 14.9557, -0.0023, 0.0024, -0.0011
Si, 6.8064, 4.0813, 14.9611, -0.0029, 0.0034, -0.0057
Si, 4.0825, 6.7949, 14.9585, 0.0008, -0.0002, -0.0042
Si, 6.8058, 9.5228, 14.9686, -0.0019, -0.0015, 0.0049
Si, 4.0831, 12.241, 14.9575, -0.0064, -0.0075, 0.0047
Si, 6.808, 14.9588, 14.9677, -0.0035, -0.0042, 0.0025
Si, 9.5372, 1.362, 14.9758, -0.0017, 0.0085, 0.0011
Si, 12.253, 4.0945, 14.9882, -0.0011, -0.0042, -0.0038
Si, 9.5248, 6.8112, 14.9746, 0.0045, -0.0087, 0.0022
Si, 12.2491, 9.531, 14.9682, 0.0007, 0.0003, 0.0016
Si, 9.5315, 12.2438, 14.9715, -0.0008, 0.0001, 0.0028
Si, 12.2577, 14.965, 14.971, 0.0011, 0.0059, 0.0041
Si, 14.9701, 1.3673, 14.9869, -0.0053, -0.006, -0.0045
Si, 17.6836, 4.0843, 14.9737, 0.0005, 0.0023, -0.0011
Si, 14.967, 6.8102, 14.9768, 0.0051, 0.0012, 0.0014
Si, 17.6853, 9.5228, 14.9627, 0.0071, 0.0007, 0.0003
Si, 14.972, 12.2466, 14.9599, -0.001, 0.0029, -0.0006
Si, 17.6843, 14.9676, 14.9755, -0.0041, -0.0026, -0.0072
Si, 20.3996, 1.3582, 14.9584, -0.0003, 0.0111, 0.0008
Si, 23.1092, 4.0792, 14.944, -0.0001, 0.0015, -0.0049
Si, 20.3952, 6.8027, 14.9591, 0.0034, -0.0073, -0.0039
Si, 23.1159, 9.5218, 14.9693, 0.0036, 0.0035, 0.0012
Si, 20.3955, 12.242, 14.9773, -0.0066, -0.0004, 0.0003
Si, 23.1112, 14.9517, 14.953, 0.006, 0.0056, -0.0001
Si, 25.8206, 1.3555, 14.9439, -0.0069, 0, -0.0004
Si, 28.5573, 4.0757, 14.9507, 0.0083, 0.0019, -0.0015
Si, 25.8355, 6.7979, 14.9536, 0.0035, 0.0038, 0.0004
Si, 28.5425, 9.5117, 14.9386, -0.0052, -0.0047, -0.0002
Si, 25.8281, 12.2321, 14.9455, -0.0027, 0.0032, -0.0012
Si, 28.5451, 14.9521, 14.9408, -0.0045, -0.0013, 0.004
Si, 29.9101, 16.3095, 16.2992, 0.0133, 0.0042, 0.0034
Si, 32.6374, 2.7105, 16.3152, -0.0033, -0.0065, -0.0003
Si, 29.9139, 5.4387, 16.3064, -0.005, -0.002, 0.0009
Si, 32.6331, 8.1511, 16.302, -0.0028, 0.0002, 0.0002
Si, 29.9064, 10.8707, 16.2962, -0.0049, -0.0066, 0.0001
Si, 32.631, 13.5941, 16.2957, 0.0096, 0.0116, 0.0045
Si, 2.718, 16.3124, 16.3116, -0.0038, -0.0114, -0.0033
Si, 5.4437, 2.7181, 16.3155, 0.006, 0.0054, -0.0026
Si, 2.7202, 5.431, 16.3112, 0.0082, 0.0033, -0.0013
Si, 5.4395, 8.159, 16.3157, -0.0145, -0.0088, -0.0006
Si, 2.7142, 10.8759, 16.3005, -0.0022, 0.006, 0.0007
Si, 5.4487, 13.5941, 16.3231, 0.0073, 0.0061, -0.0015
Si, 8.1705, 16.3183, 16.3284, -0.0029, 0.0018, 0.001
Si, 10.8929, 2.7265, 16.3336, 0.009, 0.0056, -0.002
Si, 8.1608, 5.4457, 16.3199, -0.0097, -0.0049, -0.0018
Si, 10.89, 8.1725, 16.33, -0.0078, 0.0011, 0.0005
Si, 8.1707, 10.8815, 16.329, 0.0029, 0, 0.0013
Si, 10.8909, 13.6079, 16.3287, -0.0033, -0.0031, -0.001
Si, 13.6142, 16.321, 16.3367, 0.011, 0.011, 0.0029
Si, 16.3284, 2.7292, 16.3438, -0.0067, -0.0016, 0.001
Si, 13.6112, 5.4571, 16.3486, -0.0075, -0.0033, 0.0044
Si, 16.3246, 8.1751, 16.334, -0.0047, -0.0028, -0.0006
Si, 13.605, 10.8997, 16.3241, -0.0001, -0.0003, -0.0052
Si, 16.3285, 13.6021, 16.3272, 0.0069, 0.0056, 0.002
Si, 19.0442, 16.3255, 16.333, -0.0041, -0.0015, 0.0001
Si, 21.7605, 2.7186, 16.3143, 0.0032, 0.0028, -0.0034
Si, 19.0436, 5.4465, 16.3299, -0.0019, 0.0013, 0.0025
Si, 21.7549, 8.1624, 16.3236, 0.0015, -0.0011, 0.0032
Si, 19.0381, 10.8817, 16.3323, 0, 0.0041, 0.0045
Si, 21.7572, 13.6011, 16.3312, -0.0048, -0.0073, 0.0008
Si, 24.4694, 16.3122, 16.3104, -0.0032, -0.0026, -0.0004
Si, 27.1893, 2.7134, 16.2984, 0.003, 0.0042, -0.0022
Si, 24.4725, 5.4378, 16.3051, 0.0022, -0.0029, -0.0029
Si, 27.1891, 8.1615, 16.3145, 0.0034, -0.002, 0.0064
Si, 24.4757, 10.8826, 16.3245, -0.0004, -0.0014, 0.004
Si, 27.1887, 13.5905, 16.305, -0.0045, -0.0069, 0.0002
Si, 31.2682, 14.9453, 17.657, -0.0076, -0.0095, 0.0015
Si, 1.3537, 17.6635, 17.6758, 0.0114, 0.0079, 0.0031
Si, 31.2714, 4.0746, 17.6649, 0.0056, 0.0058, 0.0052
Si, 1.3569, 6.793, 17.6639, 0.0048, -0.0116, 0.0009
Si, 31.2675, 9.51, 17.6554, 0.0125, 0.0038, 0.0014
Si, 1.3493, 12.2301, 17.6527, -0.0018, -0.0091, -0.0028
Si, 4.0783, 14.9522, 17.6715, -0.0014, 0.0096, 0.0071
Si, 6.8054, 17.6812, 17.6776, -0.0084, 0.0029, 0.0025
Si, 4.0824, 4.0761, 17.6753, -0.0079, -0.0077, -0.0024
Si, 6.8014, 6.8043, 17.6763, 0.006, 0.0025, -0.001
Si, 4.0743, 9.5202, 17.663, 0.0018, 0.0032, -0.0064
Si, 6.8096, 12.2381, 17.6896, -0.0081, -0.0027, 0.0112
Si, 9.5295, 14.9583, 17.6935, 0.0096, 0.0051, 0.0072
Si, 12.2538, 17.6851, 17.688, -0.007, -0.0073, -0.0032
Si, 9.526, 4.0926, 17.6758, -0.0032, -0.0038, -0.0033
Si, 12.2487, 6.8262, 17.7023, -0.0021, 0.0054, 0.0065
Si, 9.5334, 9.5295, 17.6939, 0.0024, -0.009, 0.0045
Si, 12.2495, 12.2548, 17.6953, 0.0046, 0.0085, 0.0018
Si, 14.9737, 14.9585, 17.6916, -0.0041, -0.0069, -0.0045
Si, 17.6863, 17.6817, 17.6997, 0.0025, 0.0073, -0.0034
Si, 14.9714, 4.0922, 17.7055, 0.0091, -0.0009, 0.0006
Si, 17.6874, 6.8134, 17.6904, 0.0027, -0.0032, 0.0005
Si, 14.9653, 9.5503, 17.6869, -0.0081, 0.0063, -0.0033
Si, 17.6839, 12.2481, 17.693, -0.0016, -0.0051, -0.0038
Si, 20.3981, 14.96, 17.6949, -0.0009, 0.0066, 0.0016
Si, 23.1116, 17.6697, 17.6746, -0.001, 0.0047, 0.0013
Si, 20.4091, 4.0802, 17.6804, 0.0057, -0.0043, -0.0005
Si, 23.127, 6.8055, 17.6731, 0.0016, -0.0078, -0.0063
Si, 20.4036, 9.5284, 17.6898, -0.0004, -0.0013, -0.0047
Si, 23.1155, 12.2382, 17.6905, 0.0047, 0.0018, 0.0026
Si, 25.8298, 14.9507, 17.6675, -0.0029, 0.0084, 0.0001
Si, 28.5466, 17.6699, 17.6555, -0.0145, 0.0029, -0.0026
Si, 25.8348, 4.0768, 17.6591, -0.0029, 0.003, -0.0049
Si, 28.5529, 6.7972, 17.6651, 0.0013, -0.0058, 0.0026
Si, 25.8356, 9.523, 17.684, -0.0048, 0.0001, 0.0038
Si, 28.5467, 12.2258, 17.6631, 0.006, 0.0063, 0.0019
Si, 32.623, 16.2954, 19.0256, -0.0056, -0.0071, 0.0035
Si, 2.7216, 2.7066, 19.0268, 0.0046, -0.0015, -0.0089
Si, 32.6383, 5.4298, 19.0226, 0.0045, 0.0069, -0.0001
Si, 2.7112, 8.1654, 19.0193, 0.0116, 0.0023, -0.0039
Si, 32.6259, 10.8726, 19.0101, 0.0118, 0.0043, 0.0009
Si, 2.7179, 13.5726, 19.0141, -0.0095, 0.0033, -0.003
Si, 5.4371, 16.3179, 19.0286, 0.0092, -0.0017, -0.0032
Si, 8.1771, 2.7221, 19.0282, -0.0041, 0.0092, -0.0062
Si, 5.4443, 5.4424, 19.0323, -0.0026, 0.0023, 0.0018
Si, 8.1614, 8.1644, 19.037, -0.0078, -0.0072, -0.0028
Si, 5.4392, 10.866, 19.0301, -0.0149, -0.0113, -0.0077
Si, 8.1731, 13.594, 19.0584, -0.0033, 0.0011, 0.0038
Si, 10.9013, 16.3198, 19.044, 0.0076, 0.0201, -0.0027
Si, 13.6057, 2.7241, 19.0533, -0.0036, -0.005, 0.0015
Si, 10.87, 5.462, 19.0403, -0.0054, -0.0135, -0.0015
Si, 13.6052, 8.2077, 19.0555, 0.0159, 0.0098, -0.0041
Si, 10.8913, 10.8951, 19.0568, -0.0033, -0.0076, -0.0032
Si, 13.611, 13.6145, 19.059, 0.006, -0.0018, 0.0002
Si, 16.3315, 16.3088, 19.0574, 0.0036, 0.0052, -0.0004
Si, 19.0567, 2.7199, 19.0488, 0.0002, 0.0051, 0.0014
Si, 16.3364, 5.4569, 19.0598, -0.0097, 0.0094, 0.0042
Si, 19.037, 8.1848, 19.0503, 0.0035, -0.0051, 0.0001
Si, 16.3105, 10.915, 19.0586, -0.0044, -0.0073, -0.001
Si, 19.046, 13.595, 19.0614, -0.0044, 0.0055, 0.0004
Si, 21.7549, 16.3193, 19.0543, -0.0001, -0.0047, -0.002
Si, 24.4892, 2.7046, 19.0146, -0.0101, 0.0027, -0.0031
Si, 21.7738, 5.4461, 19.029, 0.0104, 0.0064, -0.0016
Si, 24.4744, 8.1686, 19.0479, 0.0054, -0.0056, 0.0038
Si, 21.7628, 10.8791, 19.0629, -0.0084, 0.0021, 0.0015
Si, 24.4733, 13.6017, 19.0435, 0.0028, -0.0033, -0.0036
Si, 27.1988, 16.3026, 19.0217, -0.0045, 0, 0.0047
Si, 29.8963, 2.7169, 19.0133, 0.004, -0.008, -0.0002
Si, 27.1842, 5.4451, 19.0216, 0.001, -0.0051, 0.0002
Si, 29.9157, 8.1514, 19.0238, -0.0066, -0.0025, 0.0041
Si, 27.1966, 10.8783, 19.0472, -0.0009, 0.0019, 0.0074
Si, 29.9129, 13.5796, 19.0169, 0.0048, 0.0037, 0.0017
O, 0.3789, 0.3529, 1.4943, -0.2165, 0.5126, -0.4301
O, 32.3504, 14.0787, 1.5363, 0.1194, -0.0719, 0.6778
O, 33.9803, 7.0237, 38.1554, -0.326, 0.105, -0.2279
O, 29.3072, 3.7749, 1.0823, 0.0769, -0.2025, -0.4304
O, 0.2232, 4.715, 1.0424, 0.433, -0.4136, -0.1959
O, 1.3478, 6.6715, 2.4137, 0.0143, -0.0225, -0.0105
O, 32.2099, 11.4103, 1.5369, 0.4758, 0.0307, -0.1958
O, 5.5885, 10.7136, 37.4924, -0.2593, 0.0097, 0.4953
O, 5.3855, 4.9586, 38.7373, -0.2263, -0.2376, -0.1818
O, 4.1202, 3.8622, 0.429, -0.3039, 0.2808, 0.263
O, 6.1445, 5.2833, 1.0652, 0.5562, -0.1532, -0.4039
O, 5.9748, 13.6736, 38.7681, 0.1863, 0.0503, 0.139
O, 4.5813, 9.9854, 1.9399, -0.2162, -0.0012, -0.1208
O, 9.3282, 14.3181, 1.8371, 0.533, 0.1043, -0.0768
O, 10.998, 16.3093, 1.3195, 0.1434, 0.2967, -0.5458
O, 8.1879, 2.5541, 1.3996, -0.0148, 0.4201, -0.3743
O, 12.2109, 7.0347, 0.7205, 0.1796, -0.1177, -0.1364
O, 7.7363, 8.3717, 1.3706, 0.1324, -0.5046, -0.1517
O, 16.6208, 3.3643, 35.9595, -0.2182, 0.5077, -0.1636
O, 15.8339, 6.257, 37.9292, 0.1713, -0.0208, 0.0953
O, 14.543, 4.3759, 0.8412, -0.1087, 0.1381, 0.3802
O, 17.8975, 12.534, 1.7845, 0.0837, -0.1469, 0.0022
O, 19.6222, 14.4815, 1.3981, 0.1447, 0.1348, -0.0213
O, 22.2575, 0.146, 1.283, 0.3218, -0.3658, -0.1859
O, 18.9692, 2.7442, 1.4589, 0.3842, -0.1559, -0.0619
O, 21.5187, 5.4809, 1.45, -0.2697, -0.3165, -0.1828
O, 23.538, 7.1848, 1.7423, -0.0407, -0.0123, -0.1468
O, 18.9099, 7.9152, 1.3584, -0.4145, -0.0413, -0.2541
O, 20.5111, 9.9702, 1.7109, -0.4999, 0.2127, 0.1959
O, 22.3946, 11.7861, 1.4566, -0.3188, 0.0007, -0.023
O, 24.296, 13.6475, 1.4377, -0.0833, 0.1727, -0.3471
O, 26.9229, 15.9935, 1.2858, -0.2194, -0.1979, -0.048
O, 31.338, 3.5116, 38.4741, 0.1762, -0.1215, -0.7327
O, 29.5349, 1.2679, 1.6438, -0.2533, -0.6189, 0.2393
O, 24.3699, 2.5494, 1.3298, -0.3107, 0.0491, -0.6256
O, 26.3247, 4.1794, 1.7412, -0.2023, -0.0182, -0.0021
O, 28.1656, 6.0525, 1.7787, 0.0092, 0.6866, 0.0835
O, 31.5669, 11.4826, 38.9548, 0.024, -0.7547, 0.5045
O, 25.6562, 8.8288, 1.8128, 0.0183, -0.3569, 0.1271
O, 33.7239, 14.213, 36.6211, 0.0739, -0.3061, -0.4591
O, 29.9979, 13.0402, 1.3825, -0.3173, 0.0269, -0.3424
O, 31.6646, 5.7619, 3.0676, -0.5919, -0.1453, -0.1497
O, 31.1154, 2.6935, 2.9672, 0.1765, 0.4965, -0.2191
O, 10.9329, 2.9478, 28.555, 0.1972, 0.0341, 0.3882
O, 8.7565, 4.3967, 28.4194, -0.3535, -0.0733, -0.1428
O, 14.8523, 16.0422, 29.1668, 0.4847, 0.2183, 0.0081
O, 33.0842, 17.4047, 33.5082, -0.3519, -0.0375, -0.2723
O, 6.956, 6.9022, 29.9359, 0.1332, 0.1519, 0.463
O, 21.5534, 13.5682, 30.763, -0.1147, -0.2454, 0.1924
O, 34.7824, 12.7136, 32.3643, 0.2203, -0.3729, 0.4713
O, 34.196, 11.7792, 38.6324, 0.1685, 0.1262, 0.0635
O, 26.0002, 14.3452, 34.1465, 0.064, -0.2248, -0.3842
O, 3.0602, 15.9302, 36.1246, 0.4733, -0.3281, -0.3466
O, 12.7957, 16.0502, 36.4235, 0.2824, 0.2265, -0.2435
O, 6.2146, 14.5786, 30.3242, -0.0024, 0.2951, -0.3627
O, 3.0134, 7.1753, 35.1411, 0.1449, -0.3924, 0.3065
O, 4.9802, 3.3468, 33.8713, -0.3988, -0.2233, -0.5013
O, 7.3012, 9.9871, 30.8678, -0.3624, 0.006, -0.3308
O, 7.5786, 18.533, 36.9954, 0.0004, 0.2898, -0.2911
O, 16.9008, 17.4973, 39.0077, -0.5464, 0.3037, -0.1707
O, 16.0596, 15.2138, 33.0373, -0.2139, -0.0562, 0.4883
O, 19.3969, 14.9405, 31.3819, -0.5092, -0.2458, 0.1051
O, 22.9087, 7.8741, 31.3674, 0.272, 0.2381, 0.1574
O, 19.184, 13.1198, 29.5455, 0.1771, -0.1747, -0.1268
O, 22.6258, 17.6275, 30.1757, 0.2954, 0.2294, 0.2586
O, 23.512, 12.2337, 36.1446, 0.1208, 0.2822, -0.0883
O, 25.5303, 3.7448, 37.7203, 0.5007, -0.2297, 0.1701
O, 20.7467, 9.0748, 30.2979, -0.6193, -0.2099, 0.1455
O, 21.7512, 6.1341, 37.8904, -0.1796, -0.0054, -0.4842
O, 19.8719, 4.01, 29.7803, 0.0829, 0.0538, 0.1511
O, 24.7839, 19.0363, 35.4844, -0.3882, -0.2171, -0.2272
O, 26.1547, 6.7786, 31.1682, 0.1532, 0.0604, -0.4833
O, 18.482, 16.4041, 33.3279, 0.2194, -0.1101, 0.6188
O, 26.7502, 10.9728, 30.5087, -0.047, -0.3082, -0.4112
O, 34.4983, 15.1737, 33.0796, -0.6717, -0.3715, 0.059
O, 17.485, 15.5989, 37.2446, -0.5707, -0.5363, -0.1791
O, 4.3573, 7.3277, 30.2719, -0.3697, -0.2073, -0.0713
O, 12.3414, 13.4853, 36.4735, 0.711, -0.2494, -0.1285
O, 12.2562, 9.7586, 0.2707, 0.3582, 0.1732, -0.4492
O, 5.9327, 6.6871, 32.286, 0.0071, 0.1807, 0.1946
O, 19.2993, 14.6037, 38.8466, 0.2409, -0.3479, -0.0471
O, 32.7642, 4.398, 31.2093, 0.0259, -0.1027, 0.5436
O, 16.9653, 11.4557, 38.6632, -0.0122, 0.3493, -0.3525
O, 15.2634, 10.3985, 31.414, -0.4221, 0.3458, 0.2135
O, 28.8003, 17.5262, 29.9824, -0.0677, 0.062, -0.0033
O, 27.0046, 6.9282, 33.7188, -0.0978, 0.2963, 0.1456
O, 4.6062, 9.2031, 35.61, 0.2607, 0.1027, -0.4321
O, 34.3897, 15.9669, 38.4259, -0.0514, 0.3114, -0.1986
O, 17.6845, 10.5712, 32.4742, 0.3496, -0.0984, -0.2379
O, 25.8979, 4.3974, 29.8641, 0.0052, -0.4891, 0.1647
O, 31.2435, 13.0882, 36.8446, 0.0464, -0.1445, -0.7949
O, 33.436, 5.0834, 36.4648, -0.6914, -0.1389, 0.0274
O, 33.979, 11.7211, 30.0527, 0.528, -0.3257, 0.1346
O, 26.7895, 14.3762, 36.6549, 0.2403, -0.3865, 0.1012
O, 22.3842, 14.5052, 36.7255, 0.2674, 0.2276, -0.0912
O, 8.5259, 13.8901, 29.2842, 0.1727, -0.2488, -0.2893
O, 17.0089, 3.9174, 0.1564, -0.3057, 0.0292, -0.1615
O, 32.5562, 13.8519, 38.9132, -0.3326, 0.2709, 0.168
O, 34.5563, 17.2487, 31.3802, 0.2114, -0.1075, -0.0598
O, 9.4547, 4.872, 35.7379, -0.5638, 0.0222, -0.0602
O, 9.7793, 9.8469, 0.8938, 0.2973, -0.4903, -0.0861
O, 19.6901, 4.9981, 32.1466, 0.3621, 0.1646, 0.2448
O, 3.5203, 14.1024, 37.8649, -0.2214, -0.5547, 0.0527
O, 8.7948, 6.8274, 37.7579, -0.3062, 0.0135, -0.0442
O, 24.8777, 11.1387, 1.0094, -0.0815, -0.2064, 0.2087
O, 30.5108, 5.9512, 0.4704, 0.011, 0.6131, 0.11
O, 23.7181, 12.4256, 29.651, 0.4902, -0.2289, 0.2557
O, 9.626, 9.0172, 34.6356, -0.3144, 0.1211, 0.2849
O, 26.1939, 9.1152, 32.3937, -0.3072, 0.3354, 0.4666
O, 18.4227, 7.6777, 32.181, -0.0933, 0.4845, 0.0613
O, 23.5341, 12.6469, 32.218, 0.2114, 0.1499, 0.2756
O, 10.3334, 11.9455, 35.7765, 0.0532, -0.1098, -0.4444
O, 4.0374, 18.424, 35.9478, 0.4485, 0.0105, 0.2946
O, 13.6811, 13.6561, 29.0736, -0.2825, 0, 0.2348
O, 23.7054, 5.0705, 36.3889, -0.3601, -0.1518, -0.5723
O, 9.7459, 11.1381, 31.0434, -0.3293, 0.478, 0.0112
O, 26.3759, 13.5069, 30.7868, -0.0003, -0.0111, 0.187
O, 29.1113, 8.5709, 36.401, 0.0302, 0.0329, -0.5816
O, 31.5503, 15.5837, 31.8693, -0.0359, -0.121, 0.0961
O, 6.3215, 13.7333, 33.8051, 0.1575, 0.607, -0.214
O, 23.164, 19.1907, 38.5198, -0.0163, -0.0837, -0.1802
O, 28.2708, 2.8469, 31.9487, -0.4406, -0.3427, 0.0916
O, 10.4503, 15.1418, 35.6495, 0.0463, 0.0417, -0.0969
O, 12.5065, 14.6259, 34.1466, 0.5058, 0.304, -0.0914
O, 7.1099, 9.3853, 33.4362, -0.441, 0.2428, 0.3139
O, 25.5066, 16.7273, 36.7585, -0.4916, 0.0289, 0.0411
O, 4.5754, 6.9723, 37.175, -0.0734, 0.4934, 0.1777
O, 7.063, 4.8008, 33.695, 0.4251, 0.0482, 0.0322
O, 27.9884, 7.2098, 38.4107, -0.2673, 0.2341, 0.0937
O, 16.0805, 7.8788, 31.0762, -0.2473, -0.322, 0.079
O, 7.8764, 13.1672, 31.6579, 0.4059, 0.1959, 0.2299
O, 5.4355, 16.6179, 31.7658, -0.143, -0.1565, 0.6782
O, 22.6109, 17.6601, 32.8594, 0.5715, 0.4765, 0.1689
O, 6.5894, 17.795, 29.7202, 0.2526, -0.0706, 0.0862
O, 13.4575, 15.1685, 38.8165, 0.3425, 0.3093, -0.2884
O, 10.7052, 5.1637, 37.9612, 0.5324, 0.1067, -0.3534
O, 25.8138, 17.0181, 34.1817, 0.2072, 0.3565, -0.2595
O, 13.2015, 8.7891, 38.3198, -0.4713, -0.4153, -0.0964
O, 10.7913, 5.4375, 29.6382, -0.1329, 0.3397, -0.2675
O, 28.8275, 19.2155, 37.871, -0.4815, 0.0592, -0.2374
O, 12.132, 3.2861, 31.8288, 0.1609, -0.3461, -0.036
O, 30.7715, 9.9218, 31.8571, -0.7403, 0.0341, 0.1003
O, 13.0127, 5.6262, 31.0765, 0.5733, 0.3901, 0.0419
O, 10.7754, 7.0392, 35.9952, 0.1234, -0.0114, 0.1638
O, 25.7084, 9.226, 38.5142, 0.6848, -0.0259, 0.1865
O, 15.2526, 7.8053, 35.8109, -0.224, 0.062, -0.2949
O, 5.277, 11.747, 35.129, 0.4767, -0.1459, -0.1494
O, 34.0972, 17.9508, 35.8969, -0.2208, -0.003, 0.6205
O, 33.2612, 14.1127, 30.651, 0.6027, -0.0283, -0.2891
O, 26.4045, 4.5218, 32.3421, -0.2101, -0.2797, 0.5033
O, 22.1605, 12.5139, 38.3737, -0.6076, 0.2936, 0.0326
O, 3.9565, 15.6033, 29.7309, -0.4142, -0.0062, 0.1344
O, 12.2432, 11.1343, 37.5481, 0.1378, -0.0406, 0.5272
O, 5.3027, 16.0804, 38.0131, 0.391, -0.0909, -0.2173
O, 3.1884, 11.3333, 36.5347, 0.0586, 0.6522, -0.1066
O, 25.0935, 9.1881, 29.9892, -0.2059, -0.0284, 0.1789
O, 25.9881, 12.0658, 35.5279, 0.2313, -0.3848, -0.0016
O, 26.4902, 7.9991, 36.4137, -0.0666, 0.025, -0.5053
O, 5.6736, 6.9072, 34.8169, 0.258, -0.2303, 0.0643
O, 13.7163, 8.3468, 31.8237, 0.0091, -0.3238, 0.4825
O, 28.9182, 5.3681, 31.4359, 0.0906, -0.3498, -0.1709
O, 17.1389, 11.6021, 30.1013, -0.2644, -0.1806, 0.1984
O, 21.8305, 10.9004, 28.8551, -0.0481, 0.1733, 0.0102
O, 8.6864, 15.2454, 37.7091, -0.3904, -0.1127, -0.0161
O, 7.9457, 11.1061, 36.362, -0.0556, -0.4256, -0.1336
O, 21.3857, 7.9073, 0.3778, 0.0901, 0.2299, -0.4713
O, 30.9204, 8.5624, 38.2845, -0.0086, -0.3692, -0.0904
O, 11.3526, 7.6249, 31.0755, -0.3697, -0.0453, 0.0378
O, 30.8215, 15.7773, 34.4552, 0.3607, -0.3174, 0.1663
O, 23.9896, 5.3739, 38.9672, 0.354, 0.173, 0.587
O, 17.9814, 3.0466, 31.9, 0.0361, -0.1421, 0.2823
O, 34.4625, 8.466, 33.2238, 0.3887, 0.4779, 0.2899
O, 4.1403, 14.3369, 31.9673, 0.0588, -0.4552, -0.1303
O, 4.826, 4.5609, 36.214, 0.6599, -0.1206, -0.2293
O, 14.193, 18.5576, 29.4908, 0.025, 0.1347, -0.015
O, 15.6937, 17.4031, 36.6377, -0.7793, -0.3825, 0.1643
O, 28.3814, 7.9163, 31.6346, 0.2215, 0.4746, 0.0313
O, 20.8352, 8.253, 32.8628, 0.1212, -0.1017, 0.4023
O, 2.6752, 4.4449, 30.8829, -0.2626, -0.148, 0.6461
O, 22.2242, 16.7426, 35.3612, -0.0318, 0.4798, 0.1074
O, 7.4241, 18.6597, 34.4559, 0.0067, 0.0431, -0.0191
O, 29.8461, 17.5876, 36.1093, -0.074, 0.517, -0.173
O, 31.0898, 15.8292, 0.0522, -0.2826, -0.4056, -0.078
O, 32.1461, 10.2425, 34.1046, -0.0616, -0.2158, -0.0031
O, 9.814, 18.5771, 35.6579, 0.3949, -0.2403, 0.3766
O, 23.7431, 15.456, 33.6023, -0.3457, -0.4727, -0.1435
O, 14.4516, 10.1781, 36.4468, -0.1108, 0.3438, 0.0671
O, 27.9905, 16.6121, 37.5896, 0.6195, 0.0277, 0.3224
O, 22.0619, 16.8407, 37.9627, 0.0282, -0.2981, 0.0175
O, 12.5186, 16.7828, 30.2915, 0.2979, 0.3134, 0.3206
O, 10.0598, 16.0165, 29.7797, -0.1367, 0.0255, -0.0309
O, 32.9981, 8.8647, 31.0414, 0.1828, 0.2918, -0.0786
O, 34.2564, 6.6648, 31.5047, 0.2653, -0.0951, 0.2999
O, 3.0275, 17.3155, 33.8497, 0.5098, 0.384, -0.138
O, 9.6698, 3.4359, 30.816, -0.3052, -0.2248, 0.1479
O, 16.9558, 5.933, 35.4921, 0.1401, -0.0577, 0.1578
O, 24.1512, 10.8743, 33.975, 0.1327, -0.158, -0.0349
O, 8.5276, 0.0375, 0.4488, -0.0621, -0.1647, -0.2953
O, 10.1472, 3.5137, 33.4552, -0.3995, 0.4044, -0.2111
O, 22.3644, 10.2925, 32.0817, -0.238, 0.3221, 0.0957
O, 7.5705, 11.5542, 38.9352, 0.372, -0.0516, 0.2124
O, 33.61, 5.979, 34.0729, -0.4512, -0.0602, -0.4286
O, 30.2337, 11.8959, 33.6431, 0.2184, -0.0987, 0.5306
O, 35.1711, 9.3709, 37.9481, 0.4218, -0.3008, -0.3546
O, 28.1352, 12.2435, 32.2131, 0.1222, -0.3106, 0.1243
O, 23.9846, 5.4252, 31.3341, -0.0216, -0.5001, 0.4507
O, 26.6897, 2.0131, 0.1492, 0.2964, 0.1612, -0.0326
O, 8.3613, 11.9471, 33.9001, 0.148, -0.356, -0.2457
O, 24.6274, 9.8503, 36.2437, -0.3925, -0.037, -0.0798
O, 16.274, 17.6794, 34.0882, 0.0341, 0.2981, 0.0307
O, 29.462, 16.9644, 32.4911, -0.1302, 0.1415, 0.1267
O, 20.9286, 12.3646, 36.0031, 0.1963, -0.3087, -0.1495
O, 13.8603, 13.9832, 32.106, 0.0986, -0.1648, 0.0396
O, 2.6427, 8.4874, 1.249, -0.4697, 0.0406, -0.5321
O, 25.8886, 15.8051, 31.9476, 0.1304, 0.6476, 0.0326
O, 13.0521, 17.7856, 38.4952, 0.3969, 0.3097, -0.4357
O, 6.0569, 11.5734, 32.5082, -0.4891, 0.1352, -0.0894
O, 29.8167, 10.8541, 37.2144, -0.5375, 0.0258, 0.0334
O, 2.6286, 4.0629, 34.7903, 0.1626, 0.1318, -0.1265
O, 12.0417, 11.8531, 30.0537, 0.1566, -0.1743, -0.1121
O, 10.4665, 12.9093, 38.2362, -0.3988, 0.2653, -0.3171
O, 5.2824, 4.902, 30.4318, 0.5202, -0.1409, 0.0005
O, 18.0242, 6.8686, 29.668, 0.6139, 0.3162, 0.071
O, 14.2597, 19.1288, 35.0745, -0.3258, -0.1519, -0.172
O, 8.2237, 16.4205, 35.4503, -0.3838, -0.0846, -0.4657
O, 3.9008, 18.2, 38.7361, -0.1802, 0.0781, -0.6294
O, 18.6786, 11.7189, 34.5922, -0.1317, 0.3349, -0.3746
O, 19.0024, 4.2355, 35.705, 0.5001, -0.1051, -0.218
O, 24.0091, 7.5251, 37.3403, -0.5144, 0.0486, -0.1839
O, 11.8062, 7.9377, 33.6571, 0.2019, -0.4532, 0.1423
O, 8.1237, 7.0678, 33.8068, 0.4776, -0.4269, 0.1283
O, 16.0241, 6.354, 0.0001, 0.2318, 0.5885, 0.0153
O, 12.0467, 9.2329, 35.891, 0.0084, 0.2633, -0.2452
O, 30.7244, 2.611, 31.1992, -0.1677, -0.0167, 0.1168
O, 9.225, 8.7718, 32.0471, 0.5524, -0.2577, -0.0776
O, 29.4642, 14.3412, 32.7833, -0.1345, 0.0646, -0.184
O, 5.9495, 14.2598, 0.074, 0.0336, 0.2017, 0.4433
O, 17.095, 5.4955, 31.6821, -0.7617, -0.0576, 0.0504
O, 3.6642, 13.6642, 34.3763, -0.1075, -0.2813, 0.3789
O, 11.9272, 3.9466, 35.4653, 0.0554, 0.105, 0.3751
O, 15.8963, 14.2112, 30.5214, 0.4684, -0.1067, 0.0513
O, 32.292, 12.0372, 32.0745, -0.0942, 0.0921, -0.0293
O, 4.4072, 2.4882, 30.8853, -0.5787, -0.2916, 0.5497
O, 18.3317, 3.874, 38.1994, -0.4918, 0.0981, 0.1883
O, 18.6459, 13.49, 36.5096, -0.6543, 0.0158, -0.0205
O, 7.5614, 9.0678, 37.9466, 0.166, 0.0861, -0.4977
O, 13.4265, 4.8576, 33.57, 0.2167, 0.3656, 0.0656
O, 32.6936, 3.4386, 34.6072, -0.5345, 0.3113, -0.0771
O, 21.0578, 15.5925, 33.3435, 0.0087, -0.3821, 0.1069
O, 30.6684, 7.4795, 30.6518, 0.12, -0.1609, -0.2629
O, 31.5842, 15.7115, 36.979, 0.0947, 0.3383, 0.3182
O, 28.2803, 6.1937, 35.9715, 0.3865, -0.2725, 0.0319
O, 14.3169, 5.3141, 35.9667, -0.1989, 0.0086, 0.0667
O, 4.8814, 9.3724, 31.8492, 0.0105, -0.0951, 0.5402
O, 19.3093, 6.5872, 34.4449, 0.4965, 0.0983, 0.4174
O, 28.225, 13.1295, 34.7719, 0.4014, -0.0782, 0.3663
O, 23.9765, 14.7514, 30.6374, -0.5037, 0.4581, 0.0345
O, 11.592, 12.6193, 32.5217, -0.2583, -0.0962, 0.4631
O, 33.1527, 8.1881, 35.4295, 0.0394, -0.0715, 0.1887
O, 27.3241, 18.418, 35.8475, 0.143, 0.62, -0.2635
O, 8.3161, 13.6833, 35.7495, -0.6871, -0.0038, 0.2521
O, 16.8585, 9.2822, 37.2258, -0.1942, -0.346, 0.4234
O, 11.0077, 16.2582, 38.3182, -0.1256, 0.1164, -0.2265
O, 11.3961, 15.0672, 31.8338, -0.1626, -0.1889, 0.2347
O, 18.8669, 9.1263, 34.3297, 0.3386, 0.0012, 0.4176
O, 16.7782, 17.1344, 31.49, -0.0463, -0.2042, -0.138
O, 21.5664, 5.8196, 30.5086, -0.1685, 0.3042, -0.32
O, 16.1307, 12.6236, 32.4653, 0.236, 0.0793, 0.5765
O, 20.5767, 18.8361, 38.8174, 0.0413, -0.0126, -0.3688
O, 20.3463, 17.3863, 31.5937, -0.1734, 0.2968, -0.2159
O, 2.9221, 4.9767, 37.9744, 0.0879, -0.2935, 0.2099
O, 10.5426, 17.5603, 31.9215, -0.1195, -0.3272, 0.5501
O, 18.9609, 10.9369, 37.0131, 0.435, -0.2145, -0.0435
O, 6.74, 2.6584, 32.0462, 0.3625, 0.2998, -0.3359
O, 33.2864, 10.5979, 36.4699, -0.1423, 0.2011, -0.1414
O, 16.475, 10.0749, 34.7746, -0.2122, 0.2605, -0.2009
O, 11.8535, 10.081, 32.0635, 0.3015, 0.0129, 0.1161
O, 14.6989, 3.7282, 31.6262, 0.4892, -0.0039, 0.1343
O, 29.4475, 13.0453, 38.7538, -0.1033, 0.3587, -0.3949
O, 21.7009, 3.3715, 31.5307, 0.2454, 0.2509, 0.1174
O, 18.2956, 18.0248, 36.806, 0.4412, -0.4964, -0.1427
O, 2.7303, 13.724, 1.4427, -0.3708, -0.4058, 0.0938
O, 26.0812, 4.9948, 35.326, -0.0224, -0.1007, -0.0572
O, 28.3664, 4.6608, 33.928, 0.4778, -0.0323, 0.4971
O, 20.0821, 15.7172, 36.5986, -0.0814, 0.1417, -0.2379
O, 5.5222, 14.1765, 36.2157, 0.5291, 0.1948, -0.2582

Results
total energy: -217848.225 eV
total energy less fixed offsets of O -438.35, Si -107.03 eV per atom: -6.205 eV
